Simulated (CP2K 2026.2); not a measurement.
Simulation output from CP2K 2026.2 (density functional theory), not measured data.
Periodic cell of 1182 atoms, Si850O332, from a study of silicon, its oxide and their interface. The atomic structure is a simulated model.
Doubt: the forces sum to 3.10 eV/angstrom along one axis rather than to zero, so they err by at least 0.0026 eV/angstrom per atom on average; the grid cutoff is modest.
This geometry differs little from another in the collection (a relaxation step or a small displacement).

Settings: functional PBE; method Gaussian and plane waves; basis set DZVP-MOLOPT-SR-GTH; pseudopotentials GTH-PBE; grid cutoff 350 Ry, relative cutoff 50 Ry; k points Gamma only; occupations fixed; spin none; net charge 0.

Cell vectors (angstrom)
a	16.4025	0	0
b	0	32.805	0
c	0	0	39.9635

Atoms: element, x, y, z (angstrom)
Si	0.0065	32.7984	39.6096
Si	2.6931	2.7862	0.2303
Si	0.6195	5.2048	39.8263
Si	2.6374	8.707	39.8295
Si	1.1405	10.6233	39.5119
Si	2.9853	14.0038	0.0303
Si	16.1515	16.4325	0.1271
Si	2.6541	19.1773	0.3401
Si	0.468	21.5609	0.0206
Si	2.4554	24.901	39.6606
Si	0.2181	27.0453	39.9476
Si	3.1598	29.6566	39.9189
Si	5.7223	32.6473	39.677
Si	8.0759	3.0295	39.8746
Si	5.8726	5.2503	39.7966
Si	8.9287	7.4508	39.8778
Si	5.7405	10.8023	39.9604
Si	8.1215	13.5314	0.1379
Si	5.9691	15.9847	39.9357
Si	7.946	19.6498	0.0546
Si	6.3441	21.4375	39.7783
Si	8.7173	24.2341	39.9193
Si	4.6404	27.835	39.4657
Si	8.0099	30.3735	39.8575
Si	11.0439	32.4159	39.6013
Si	13.503	3.343	39.9144
Si	11.1455	5.3614	0.2636
Si	13.4366	8.4179	39.8797
Si	11.1139	10.545	0.12
Si	13.2917	13.7997	0.2365
Si	10.9405	15.8732	0.0094
Si	14.2707	19.0143	39.5314
Si	11.2912	22.4004	39.5586
Si	13.4009	24.944	39.895
Si	11.5115	26.3869	39.4773
Si	13.4954	30.4176	39.8525
Si	1.3091	1.2869	1.282
Si	4.3107	4.0937	1.2831
Si	1.585	6.9719	1.1172
Si	4.1602	9.6609	1.3407
Si	1.5793	12.4062	1.1604
Si	4.3222	15.1367	1.4949
Si	1.3889	17.5589	1.4429
Si	4.1521	20.3964	1.543
Si	1.4777	23.2758	1.2249
Si	4.0392	26.0161	1.0216
Si	1.4473	28.6669	1.2438
Si	4.186	31.413	1.1373
Si	6.8772	1.4016	1.1632
Si	9.619	4.055	1.4326
Si	7.0559	6.7114	1.2813
Si	9.6586	9.2657	1.4003
Si	6.897	12.1556	1.5173
Si	9.6059	14.7616	1.5028
Si	6.9985	17.7896	1.1889
Si	9.6897	20.4708	1.3259
Si	7.0616	23.1762	1.2418
Si	9.7791	25.8992	1.1572
Si	6.944	28.7653	1.176
Si	9.6525	31.4318	1.2189
Si	12.5365	1.7075	1.3326
Si	15.2088	4.2769	1.2123
Si	12.4537	6.8624	1.441
Si	15.1407	9.4901	1.1005
Si	12.217	12.1624	1.4684
Si	14.9563	14.9381	1.4284
Si	12.0825	17.5979	1.2051
Si	15.0977	20.5233	1.1486
Si	12.4657	23.3471	1.3564
Si	15.0635	25.8996	1.2916
Si	12.4381	28.7496	1.122
Si	15.1597	31.4816	1.181
Si	0.0105	2.7339	2.618
Si	2.7609	32.7346	2.5529
Si	0.1151	8.2102	2.5598
Si	2.8978	5.5285	2.5575
Si	0.0629	13.5766	2.6278
Si	2.8547	11.0672	2.7041
Si	0.0015	19.1111	2.6286
Si	2.847	16.3744	2.8126
Si	0.0182	24.519	2.6363
Si	2.8139	21.9385	2.6937
Si	0.0436	30.0426	2.5723
Si	2.759	27.261	2.6129
Si	5.5649	2.6858	2.6614
Si	8.2884	0.0553	2.5556
Si	5.5805	8.1693	2.5971
Si	8.2825	5.4099	2.7927
Si	5.5614	13.6291	2.8085
Si	8.2828	10.735	2.7512
Si	5.6182	19.0359	2.7277
Si	8.2896	16.3682	2.6733
Si	5.5415	24.6382	2.4101
Si	8.3767	21.908	2.7059
Si	5.5282	30.0557	2.5921
Si	8.335	27.3374	2.4591
Si	11.0085	2.7573	2.7774
Si	13.7819	0.0656	2.5686
Si	11.0668	8.1215	2.8487
Si	13.8813	5.5564	2.7267
Si	10.9417	13.4926	2.8882
Si	13.815	10.8699	2.6204
Si	10.9301	19.0332	2.672
Si	13.6047	16.3855	2.6853
Si	11.0102	24.6017	2.6904
Si	13.7235	21.827	2.5883
Si	10.9794	30.0103	2.5417
Si	13.7229	27.3577	2.5814
Si	1.4676	4.1205	3.9245
Si	4.1247	1.3162	3.9511
Si	1.4569	9.6031	3.9804
Si	4.2154	6.837	4.0157
Si	1.4073	14.9663	4.0497
Si	4.1756	12.3157	4.1824
Si	1.3987	20.5201	4.0229
Si	4.1912	17.7725	4.1303
Si	1.3762	25.926	3.9966
Si	4.2167	23.3278	3.9687
Si	1.4146	31.3921	3.9637
Si	4.14	28.6736	3.967
Si	6.8833	4.0354	4.0969
Si	9.6229	1.3469	4.0515
Si	6.8754	9.4587	4.1057
Si	9.6456	6.7752	4.1619
Si	6.9226	15.0373	4.1175
Si	9.5712	12.1332	4.1824
Si	6.962	20.4913	4.0379
Si	9.6146	17.7179	4.1125
Si	6.9202	25.9708	3.8501
Si	9.6659	23.2641	4.104
Si	6.9099	31.4573	3.9469
Si	9.6129	28.6818	3.9481
Si	12.4089	4.1609	4.0625
Si	15.0827	1.3899	4.0398
Si	12.4493	9.5586	4.1013
Si	15.2142	6.9041	4.0758
Si	12.317	14.9787	4.1119
Si	15.114	12.2515	4.0422
Si	12.3432	20.4506	3.9756
Si	15.0247	17.7591	4.0515
Si	12.3712	26.006	4.0159
Si	15.0703	23.1616	4.0181
Si	12.3554	31.4386	3.9056
Si	15.0753	28.7112	3.9684
Si	16.375	32.7886	16.3297
Si	2.7188	2.7308	16.3378
Si	16.374	5.4591	16.3368
Si	2.712	8.2044	16.3272
Si	16.3647	10.9309	16.3379
Si	2.7041	13.6833	16.3468
Si	16.3459	16.4237	16.336
Si	2.7002	19.1798	16.3258
Si	16.368	21.9033	16.3158
Si	2.7082	24.6276	16.3225
Si	16.3686	27.3319	16.3464
Si	2.7111	30.0538	16.3501
Si	5.4512	32.7897	16.3501
Si	8.1848	2.7222	16.3415
Si	5.4559	5.4798	16.3393
Si	8.1791	8.2108	16.3538
Si	5.4457	10.9426	16.3384
Si	8.1771	13.6856	16.3215
Si	5.4545	16.4461	16.3347
Si	8.1915	19.1834	16.3352
Si	5.4475	21.9196	16.3249
Si	8.1763	24.6216	16.3387
Si	5.4526	27.3393	16.3402
Si	8.1755	30.048	16.3301
Si	10.9155	32.785	16.3304
Si	13.6374	2.7198	16.3345
Si	10.9016	5.4572	16.3511
Si	13.6346	8.194	16.3434
Si	10.8975	10.942	16.3423
Si	13.6149	13.6812	16.3351
Si	10.9008	16.428	16.3148
Si	13.6275	19.1724	16.3255
Si	10.9085	21.903	16.3469
Si	13.6282	24.6112	16.3388
Si	10.8969	27.3314	16.3228
Si	13.6378	30.0536	16.3233
Si	1.3404	1.3568	17.6848
Si	4.0666	4.1314	17.6934
Si	1.3272	6.8518	17.685
Si	4.0638	9.5789	17.6958
Si	1.3145	12.3085	17.6988
Si	4.0731	15.0784	17.687
Si	1.3008	17.8216	17.673
Si	4.0609	20.57	17.678
Si	1.3236	23.2723	17.6799
Si	4.07	25.9831	17.702
Si	1.3343	28.6895	17.7229
Si	4.0777	31.4219	17.7179
Si	6.8194	1.36	17.7114
Si	9.5262	4.0973	17.7247
Si	6.7985	6.8595	17.723
Si	9.5243	9.5957	17.7274
Si	6.8151	12.3189	17.6905
Si	9.5323	15.0646	17.6792
Si	6.8202	17.8254	17.6999
Si	9.5419	20.548	17.7276
Si	6.7953	23.2815	17.7175
Si	9.5351	25.9808	17.7147
Si	6.8217	28.6886	17.7223
Si	9.5446	31.4089	17.6859
Si	12.2592	1.3629	17.7033
Si	14.9875	4.101	17.6968
Si	12.2456	6.8492	17.7134
Si	14.9893	9.5692	17.7089
Si	12.24	12.3243	17.7097
Si	14.948	15.0695	17.7011
Si	12.2443	17.8072	17.6814
Si	14.9711	20.5676	17.6815
Si	12.2496	23.2747	17.7357
Si	14.9806	25.9741	17.7157
Si	12.2556	28.694	17.6844
Si	14.9884	31.428	17.6882
Si	16.368	2.7276	19.0344
Si	2.6866	32.7913	19.0644
Si	16.3557	8.1942	19.0698
Si	2.7014	5.5178	19.0576
Si	16.3053	13.6701	19.0319
Si	2.6757	10.9256	19.0588
Si	16.3155	19.1886	19.0277
Si	2.6744	16.4565	19.0168
Si	16.3456	24.5952	19.0707
Si	2.6899	21.9293	19.0511
Si	16.3368	30.0588	19.0614
Si	2.7006	27.3146	19.0956
Si	5.4392	2.7627	19.0379
Si	8.196	32.7749	19.0572
Si	5.4259	8.2413	19.0896
Si	8.1603	5.4865	19.085
Si	5.4553	13.7048	19.0312
Si	8.1566	10.9721	19.1014
Si	5.4461	19.2274	19.0311
Si	8.199	16.4486	19.0517
Si	5.4199	24.6399	19.1002
Si	8.1687	21.9307	19.088
Si	5.447	30.0492	19.0855
Si	8.172	27.3146	19.1111
Si	10.883	2.7146	19.0869
Si	13.6075	32.7811	19.0574
Si	10.8824	8.2254	19.0932
Si	13.6016	5.4658	19.0613
Si	10.8526	13.6907	19.0729
Si	13.5964	10.9337	19.0589
Si	10.9112	19.1652	19.0854
Si	13.5556	16.4317	19.072
Si	10.8843	24.6446	19.121
Si	13.6132	21.9032	19.0991
Si	10.8823	30.0311	19.0613
Si	13.5728	27.3187	19.073
Si	1.3053	4.1431	20.3724
Si	4.0635	1.3956	20.3739
Si	1.3074	9.5578	20.4556
Si	4.0393	6.8943	20.4597
Si	1.2605	15.0845	20.3324
Si	4.0551	12.3383	20.3543
Si	1.274	20.5736	20.3683
Si	4.0406	17.8692	20.3379
Si	1.3047	25.9423	20.4424
Si	4.0366	23.2842	20.463
Si	1.2977	31.4265	20.4344
Si	4.0794	28.6786	20.4642
Si	6.763	4.1377	20.4398
Si	9.5337	1.3227	20.4629
Si	6.7635	9.6318	20.4724
Si	9.4977	6.8783	20.4639
Si	6.84	15.0687	20.3915
Si	9.5056	12.3502	20.4889
Si	6.7872	20.5832	20.4464
Si	9.5531	17.7946	20.4578
Si	6.7709	25.9912	20.5062
Si	9.4885	23.3131	20.4875
Si	6.8541	31.4004	20.4276
Si	9.5816	28.6383	20.473
Si	12.2199	4.1214	20.4399
Si	14.9947	1.3513	20.3877
Si	12.2348	9.6026	20.4633
Si	14.9596	6.8389	20.4232
Si	12.1685	15.0706	20.4565
Si	14.9434	12.3002	20.4177
Si	12.263	20.5241	20.4789
Si	14.8994	17.8606	20.3895
Si	12.2317	25.9994	20.5308
Si	14.9606	23.2781	20.4783
Si	12.2008	31.4304	20.4184
Si	14.9202	28.7053	20.3946
Si	16.314	32.795	21.793
Si	2.7028	2.8143	21.7052
Si	16.2847	5.4179	21.7612
Si	2.6806	8.231	21.8863
Si	16.2917	10.9108	21.7886
Si	2.6205	13.6897	21.6274
Si	16.2633	16.4538	21.647
Si	2.6813	19.251	21.6874
Si	16.278	21.8325	21.807
Si	2.6069	24.5612	21.8701
Si	16.2634	27.3053	21.7053
Si	2.6519	30.0206	21.7781
Si	5.4854	0.0432	21.6822
Si	8.1234	2.7161	21.757
Si	5.3928	5.5301	21.8238
Si	8.1016	8.2365	21.8443
Si	5.4037	11.0639	21.8126
Si	8.1676	13.7609	21.8794
Si	5.4359	16.4921	21.6171
Si	8.1744	19.195	21.7683
Si	5.4573	21.9903	21.8452
Si	8.095	24.6327	21.9208
Si	5.4378	27.3634	21.909
Si	8.1941	29.9758	21.8019
Si	10.8669	32.7373	21.8736
Si	13.6129	2.713	21.7269
Si	10.8674	5.5159	21.8291
Si	13.6227	8.2297	21.8035
Si	10.8579	10.9573	21.8621
Si	13.5121	13.6362	21.754
Si	10.8451	16.4214	21.927
Si	13.5994	19.1635	21.9161
Si	10.8892	21.9381	21.7849
Si	13.642	24.6737	21.8992
Si	10.8808	27.3271	21.9918
Si	13.5275	30.0452	21.7636
Si	1.3244	1.477	23.0456
Si	4.0467	4.1255	23.1558
Si	1.2499	6.7318	23.1408
Si	4.0118	9.8022	23.2505
Si	1.283	12.3378	23.0345
Si	3.9653	15.1671	22.8465
Si	1.2022	17.9045	22.9192
Si	4.0314	20.6087	23.0967
Si	1.1855	23.1301	23.2409
Si	3.969	25.9854	23.2121
Si	1.1514	28.6431	23.0744
Si	4.1328	31.4564	22.9684
Si	6.7752	1.3869	23.1741
Si	9.4471	4.0999	23.1125
Si	6.6998	6.9111	23.2419
Si	9.4279	9.6317	23.2271
Si	6.6959	12.4935	23.2161
Si	9.4866	15.0738	23.3798
Si	6.8077	17.7614	23.0546
Si	9.4971	20.6118	23.1445
Si	6.7277	23.3393	23.3776
Si	9.4102	25.9657	23.3665
Si	6.9312	28.6737	23.3254
Si	9.5025	31.2748	23.2488
Si	12.3409	1.3178	23.1273
Si	14.9195	4.0285	23.1738
Si	12.2699	6.8982	23.2015
Si	14.9729	9.5448	23.2337
Si	12.2271	12.3061	23.2875
Si	14.8471	15.1066	22.9811
Si	12.2248	17.782	23.3064
Si	14.9801	20.532	23.3178
Si	12.2629	23.2482	23.1937
Si	15.028	26.0616	23.2867
Si	12.2946	28.7462	23.3341
Si	14.8354	31.4013	23.148
Si	16.2043	2.5115	24.5145
Si	2.8891	0.1901	24.187
Si	0.0496	8.1955	24.5396
Si	2.546	5.2741	24.6252
Si	16.2714	13.7632	24.1672
Si	2.5561	11.1873	24.6655
Si	16.3937	19.0455	24.5743
Si	2.5933	16.5403	24.1029
Si	16.2635	24.5509	24.6453
Si	2.6412	21.794	24.6047
Si	16.212	29.9841	24.3978
Si	2.4127	27.2572	24.5458
Si	5.3812	2.8474	24.5988
Si	8.1217	32.7104	24.4813
Si	5.437	8.4554	24.6216
Si	8.038	5.4487	24.5392
Si	5.2164	14.0062	24.3753
Si	8.0774	11.1278	24.5588
Si	5.4188	19.1605	24.2696
Si	8.0068	16.4795	24.672
Si	5.1784	24.6865	24.7613
Si	8.151	21.9067	24.6504
Si	5.5747	30.2689	24.3543
Si	8.1219	27.2473	24.9836
Si	10.9565	2.756	24.3037
Si	13.5496	32.7234	24.6615
Si	10.845	8.2611	24.5657
Si	13.6514	5.4993	24.5471
Si	10.894	13.6875	24.795
Si	13.6496	10.8901	24.6774
Si	10.8277	19.2637	24.5302
Si	13.6336	16.3186	24.6082
Si	10.885	24.5766	24.5555
Si	13.5809	21.9496	24.6706
Si	10.8414	29.9602	24.8031
Si	13.7634	27.4877	24.7475
Si	0.5666	3.9293	26.2128
Si	4.2416	1.1673	25.7996
Si	1.5347	9.4294	25.8961
Si	3.5236	8.011	25.9459
Si	1.1552	15.2596	25.3788
Si	3.4594	13.231	25.7326
Si	1.7462	19.9474	25.8849
Si	3.9708	17.8043	25.4694
Si	1.5356	24.9866	26.3492
Si	3.4873	23.5232	25.9632
Si	0.6394	31.6325	25.8386
Si	4.344	29.0863	25.8229
Si	6.4409	4.4041	26.0138
Si	9.7203	1.2295	25.5043
Si	6.8133	9.8339	26.0346
Si	9.6982	6.5694	25.7357
Si	6.1125	15.5773	25.9254
Si	9.6561	12.0458	26.0452
Si	6.84	20.253	25.775
Si	9.1575	18.2081	25.7881
Si	6.1391	26.3657	26.1944
Si	9.8956	22.9561	26.011
Si	6.484	31.7307	25.9537
Si	9.9938	28.1646	26.306
Si	11.9701	4.3365	25.7247
Si	15.4043	0.734	25.8525
Si	11.9412	9.7848	26.0304
Si	15.29	6.6235	25.8951
Si	12.7141	14.6419	26.0872
Si	15.0551	12.5375	25.71
Si	12.0819	20.7018	25.9796
Si	15.3328	17.3341	25.8676
Si	12.279	25.9988	25.7921
Si	14.4725	23.7305	26.0417
Si	11.7855	31.7866	26.0424
Si	15.266	28.9419	26.2346
Si	3.6433	1.8221	31.2963
Si	15.4125	2.5293	28.4373
Si	6.1334	9.429	31.1023
Si	16.3365	11.0086	28.0423
Si	5.2946	10.9953	28.5341
Si	2.529	11.7876	29.4105
Si	3.0392	14.6347	29.9196
Si	5.4916	22.0529	27.9019
Si	14.8151	30.6371	28.6816
Si	8.326	2.8991	27.8532
Si	3.4401	6.0093	29.8561
Si	5.0014	6.8715	27.3574
Si	3.2066	12.6919	32.1613
Si	5.3301	13.8525	28.2081
Si	10.5708	17.9383	28.5894
Si	7.3208	20.0338	35.2952
Si	5.9432	26.3994	28.5737
Si	6.5329	30.8667	29.0596
Si	8.7206	28.4616	34.3007
Si	12.0566	30.9959	29.185
Si	2.8362	0.5637	28.5621
Si	12.8182	4.1824	28.7245
Si	13.8215	11.5895	29.8974
Si	9.4816	12.7936	28.8723
Si	12.1215	14.0557	28.9876
Si	7.8787	16.8758	32.0971
Si	15.5699	15.2109	32.3811
Si	13.4793	18.7095	28.1229
Si	9.3411	29.406	29.2665
Si	2.6339	30.484	27.9518
Si	0.0515	0.2666	29.7454
Si	7.8567	2.3608	30.515
Si	1.4292	7.8647	33.2113
Si	9.9161	11.7158	31.6464
Si	4.7212	12.5952	37.8065
Si	6.2206	15.2962	37.0357
Si	4.091	20.6521	30.1732
Si	7.1245	24.631	30.6638
Si	3.5353	21.6081	33.2058
Si	5.0658	28.4601	30.4733
Si	16.3952	28.0602	31.4618
Si	7.7782	27.3986	30.5308
Si	5.434	4.1494	30.9277
Si	9.8646	7.4301	30.2831
Si	7.9945	7.8344	27.9514
Si	11.5508	13.7384	33.1466
Si	5.1328	11.0752	33.3534
Si	9.7642	15.4178	30.1985
Si	6.3745	18.8699	30.6692
Si	8.3308	22.9946	28.502
Si	8.901	20.2295	29.7687
Si	0.5711	28.581	28.7142
Si	2.797	28.3184	32.8441
Si	6.022	0.0089	31.2877
Si	10.1482	8.9783	32.896
Si	0.7773	3.0421	32.3216
Si	14.4383	6.8082	28.9786
Si	12.4649	9.0191	29.1111
Si	14.4458	12.4128	32.8725
Si	1.0708	16.5623	30.7724
Si	8.718	19.1814	37.8715
Si	16.2823	23.712	28.5308
Si	15.6211	19.2429	30.4061
Si	14.0437	26.3797	32.7308
Si	12.7076	32.1504	31.796
Si	14.1623	28.3001	34.8796
Si	0.4272	0.2396	32.7784
Si	0.581	5.8483	30.7778
Si	15.7573	4.5154	34.358
Si	2.4553	10.5918	34.0146
Si	14.6194	15.7429	35.9619
Si	1.4996	15.8225	37.853
Si	15.0399	23.6471	31.4126
Si	1.1447	21.4731	37.0346
Si	15.1735	30.5299	32.8225
Si	5.3851	24.0524	33.1508
Si	2.9052	0.5777	34.9047
Si	7.6246	31.2701	33.1845
Si	4.7229	7.4167	37.6827
Si	10.0464	4.2128	29.9194
Si	3.7486	6.3982	34.7911
Si	6.0399	17.1678	34.515
Si	7.9254	10.5951	33.1369
Si	8.1351	24.5793	36.9664
Si	8.2221	19.7806	32.5239
Si	8.0951	29.6258	37.0222
Si	12.7533	4.2848	34.1282
Si	11.9472	1.7001	33.2649
Si	11.1101	12.4386	35.8048
Si	15.3043	7.4952	34.4273
Si	13.9023	18.4621	36.6171
Si	13.7795	11.1467	35.4865
Si	12.5619	19.143	34.0773
Si	14.1756	20.9841	32.5139
Si	1.2645	20.9932	28.8037
Si	15.3683	22.2109	35.2385
Si	5.178	28.4303	36.4802
Si	0.4463	4.1029	37.1529
Si	3.3256	3.4018	35.71
Si	1.4653	16.6345	33.6337
Si	1.9628	11.7428	36.6034
Si	2.7505	18.7116	37.4477
Si	10.9739	18.1528	36.3257
Si	3.281	23.8052	36.7145
Si	6.1198	22.3125	36.6701
Si	1.4094	30.7958	37.5604
Si	3.188	30.538	35.0201
Si	3.9687	1.4134	37.6117
Si	9.6828	1.3625	37.5884
Si	5.1492	6.7445	32.1286
Si	7.2608	9.0806	38.164
Si	3.469	18.6675	34.5866
Si	9.09	11.505	37.8063
Si	2.9825	25.5415	34.0191
Si	8.994	16.3681	37.3541
Si	6.7289	26.302	34.9522
Si	13.1814	23.3377	37.3445
Si	10.2253	32.2894	33.2358
Si	11.5407	27.3875	34.0578
Si	12.3659	2.297	36.1744
Si	14.6785	2.1825	38.2731
Si	13.9046	8.2087	36.7664
Si	12.4493	7.4046	34.4234
Si	13.4539	13.4118	37.3626
Si	12.9809	16.1907	33.2456
Si	1.1261	14.7181	35.8712
Si	11.0434	25.369	36.4913
Si	0.925	23.5349	33.472
Si	8.557	32.3436	35.6125
Si	15.274	28.8716	37.7705
O	15.0794	0.758	38.9913
O	0.8351	32.1534	38.3013
O	1.7925	4.0408	39.6225
O	3.1493	1.8325	38.9374
O	14.3285	3.9146	33.8393
O	0.35	5.3947	38.1763
O	15.9568	10.2307	39.7684
O	3.5325	8.1509	38.5239
O	1.2442	11.2632	37.9817
O	4.0814	13.0334	39.2378
O	1.3498	13.1196	36.0244
O	0.0806	15.6774	38.665
O	15.2491	17.7256	39.6605
O	3.7899	18.6414	36.1902
O	3.4958	18.805	38.8972
O	1.4717	20.2584	39.9175
O	0.3864	22.0129	38.384
O	1.5184	25.0505	33.498
O	3.1149	24.3775	38.2308
O	1.2855	25.9984	39.1887
O	15.6681	27.6173	38.7239
O	2.6582	30.23	38.431
O	1.9227	30.8994	35.9999
O	5.1954	0.4698	38.1861
O	6.9099	31.5265	39.3124
O	8.8883	2.3357	38.616
O	6.9977	4.1398	39.2027
O	5.2312	6.0745	38.4936
O	1.6147	0.3465	33.911
O	8.3871	7.9297	38.3942
O	4.8672	6.9534	33.7181
O	5.6081	11.3378	38.3684
O	5.9769	8.4362	37.3827
O	8.4828	12.7734	38.6588
O	7.0681	14.7534	39.7738
O	6.1129	21.0947	35.5682
O	5.6079	16.1555	38.3098
O	4.7543	21.2289	0.2068
O	10.7825	20.9312	0.1123
O	4.7662	23.1811	36.545
O	6.2518	21.7453	38.1763
O	9.9497	23.3177	39.2562
O	7.9295	24.7809	38.5686
O	6.2407	27.9401	39.8455
O	4.5231	27.7037	37.7948
O	8.9276	28.749	35.9066
O	8.6369	29.5043	38.5603
O	8.68	0.9878	36.339
O	10.1559	32.7502	38.2648
O	16.1554	2.7963	37.8566
O	11.5497	1.0792	0.1329
O	10.1115	6.3604	39.352
O	12.2495	4.4293	39.3845
O	13.9379	7.9124	38.3568
O	12.5448	7.5819	36.0545
O	10.3439	10.9623	38.6883
O	12.3199	9.5755	39.4916
O	13.8493	12.9738	38.8761
O	14.2818	12.4243	36.3627
O	9.9583	16.0591	38.6358
O	12.2102	14.8932	39.5502
O	12.77	18.5712	0.0339
O	14.2484	19.3983	37.9057
O	12.1745	22.2961	38.1557
O	14.1929	22.6173	36.2843
O	13.9902	24.1841	38.4931
O	11.772	27.9947	39.7235
O	11.0739	26.2461	35.1191
O	11.0874	26.2737	37.8596
O	14.1473	29.7956	38.4778
O	12.3261	31.4533	39.2682
O	1.8451	5.7519	29.7367
O	0.2217	3.4256	27.7513
O	5.5153	0.2166	26.2511
O	4.6597	2.9981	31.7499
O	0.4803	9.7052	27.2053
O	2.937	6.4964	25.6303
O	3.946	6.9051	28.6155
O	2.155	4.0587	25.7497
O	1.0453	11.2128	29.206
O	0.1396	16.2282	26.3475
O	4.3055	13.1655	27.139
O	2.2388	14.2975	26.2059
O	2.9198	18.7989	26.3494
O	1.0238	20.4424	27.2938
O	3.0229	14.2005	31.5385
O	4.9541	16.7446	26.3592
O	2.096	26.5193	26.0324
O	0.7299	24.9512	27.8281
O	6.8392	22.96	27.8474
O	4.2117	22.8654	27.3188
O	16.0382	29.784	29.2382
O	15.2253	32.1499	29.1622
O	2.9174	28.7267	25.1249
O	3.9115	30.0438	27.0613
O	6.956	3.6085	27.3586
O	8.0942	1.7494	29.0099
O	8.9761	2.2102	26.5701
O	10.6952	0.2052	26.3474
O	7.9698	9.2094	27.0595
O	4.7207	12.581	32.8177
O	10.8944	5.507	26.1508
O	9.0867	6.8749	27.2355
O	6.4121	14.7565	27.3728
O	6.6314	19.7042	32.0776
O	8.78	12.3651	27.4617
O	9.378	11.7054	30.1011
O	8.2727	23.7298	29.9524
O	5.8373	20.7162	27.0188
O	7.9715	19.2043	26.4346
O	8.9272	14.2405	29.4186
O	7.3632	27.1971	28.9503
O	5.1369	27.7217	26.2074
O	11.0034	21.8314	26.5765
O	9.3099	23.6916	27.3991
O	6.6332	30.9754	27.4253
O	6.4813	28.111	31.2632
O	9.4662	28.8246	27.7367
O	6.5403	29.1711	36.9536
O	12.4195	3.7511	27.2067
O	11.1661	8.1993	29.6678
O	2.0912	31.9505	25.1665
O	16.1867	1.7445	32.5827
O	12.4063	9.1141	27.4788
O	10.7688	10.8831	26.4415
O	14.9253	7.0719	27.4483
O	0.0589	5.4779	26.1053
O	10.0531	17.6967	27.073
O	12.4278	15.0381	27.7081
O	16.1344	12.1938	26.9317
O	13.8989	13.5166	26.364
O	12.8943	19.9829	27.2537
O	14.5511	17.8698	27.2207
O	2.1692	16.0165	29.6739
O	16.2503	16.3436	33.3939
O	11.1833	26.9859	26.673
O	15.2025	23.1524	27.4265
O	16.3233	28.1123	27.2606
O	12.0937	31.4441	27.6332
O	14.6926	30.2988	27.0549
O	6.1579	32.3227	29.7332
O	4.4991	0.4755	31.7542
O	3.4219	1.5711	29.7031
O	13.1828	5.7578	28.9346
O	0.086	8.4626	33.9304
O	6.4722	7.2779	27.9581
O	2.1713	12.0581	33.2828
O	3.0209	11.6317	30.9436
O	14.9259	10.9667	28.8687
O	2.6047	15.1078	38.8199
O	5.7153	10.5886	27.0118
O	0.0351	15.3038	30.9991
O	5.895	12.4834	28.9559
O	4.5638	14.7933	29.3397
O	3.5233	20.2074	34.0415
O	6.3362	23.8392	31.8479
O	4.8182	22.5722	33.5891
O	0.4068	27.5365	29.948
O	5.3781	29.8576	29.6673
O	9.3206	4.0362	28.4654
O	5.2786	5.4255	26.6027
O	8.5371	7.9646	29.485
O	4.373	4.6585	29.7958
O	13.808	8.1941	29.564
O	3.6506	10.9565	28.5646
O	4.048	10.5479	34.4267
O	6.618	10.991	34.0184
O	7.5547	9.9745	31.6632
O	4.8237	19.1662	30.2561
O	7.4699	19.4313	29.586
O	9.7509	16.8512	29.466
O	5.1457	21.6618	29.4531
O	10.1746	19.3657	29.2641
O	9.1616	28.2541	30.4504
O	7.9394	25.9372	31.2485
O	3.2828	1.2513	27.1543
O	6.0095	25.0493	29.5375
O	6.2692	24.9106	34.2317
O	3.871	28.5131	31.6019
O	3.2425	31.7844	28.7734
O	13.4239	30.1112	29.3603
O	14.9268	1.4746	27.2866
O	15.64	6.3113	29.979
O	6.0962	7.8285	31.3856
O	14.1926	3.4038	29.0331
O	10.6661	10.303	32.0545
O	15.8645	1.7814	29.8268
O	14.4161	11.6527	31.4283
O	11.0472	12.9503	28.4474
O	15.5673	13.6286	32.8488
O	13.0592	13.1738	33.2187
O	6.7607	17.2936	30.9392
O	11.5923	15.3655	33.002
O	15.0744	19.7533	31.8764
O	14.0602	15.7585	32.0968
O	12.193	17.826	28.6126
O	14.3012	19.1129	29.4723
O	8.0488	30.388	29.4664
O	10.7249	30.1829	29.5987
O	15.9084	31.8639	33.4123
O	11.5573	31.4977	32.7653
O	0.7051	32.5913	31.1895
O	1.2186	0.483	28.6316
O	2.9546	0.6147	36.5737
O	1.9207	3.7387	36.5187
O	0.7046	3.7827	33.7887
O	0.9859	7.0137	31.8762
O	5.005	10.0873	32.0644
O	10.7703	13.3913	34.5261
O	1.6951	10.5813	35.4611
O	5.5911	13.7721	37.0619
O	1.964	15.3662	34.5646
O	8.0644	17.681	37.6623
O	4.6037	17.6953	33.8897
O	2.3663	13.3894	29.1073
O	3.6637	21.2239	31.6303
O	6.7902	18.5138	35.0667
O	2.1322	22.4146	33.4872
O	16.3881	21.1605	35.9353
O	2.7494	20.5309	29.274
O	2.1253	29.1354	28.7514
O	4.7581	27.32	29.319
O	1.352	27.7912	32.3158
O	16.0913	29.6332	31.8315
O	1.2207	30.9273	27.228
O	3.1546	27.1579	33.9453
O	6.7742	3.558	30.2772
O	7.1623	1.2191	31.478
O	9.9752	5.7959	30.3066
O	9.6956	7.828	31.8519
O	8.9001	9.4868	33.8504
O	3.7211	6.7102	31.3187
O	2.2847	6.8833	34.2236
O	7.9891	10.3577	37.4562
O	12.573	10.5177	29.7963
O	8.7249	11.9597	32.7512
O	8.9177	15.703	31.601
O	13.7539	19.3026	35.2104
O	8.7554	18.2176	32.5018
O	5.8985	9.8616	29.5554
O	9.0569	20.6063	31.3761
O	10.3371	19.0441	37.5455
O	8.2507	20.4598	33.9998
O	8.9023	21.5147	28.8046
O	14.5783	26.8329	34.2294
O	12.418	26.7536	32.7868
O	8.9545	31.7648	32.3656
O	8.2241	31.1981	36.6808
O	6.3447	31.4973	32.2166
O	7.8882	29.7254	33.6489
O	11.2654	8.3288	33.8556
O	11.9349	3.3267	33.0679
O	0.3651	4.2923	31.3228
O	10.8754	13.0111	31.856
O	11.6215	3.7902	29.7791
O	15.1815	7.4568	36.0573
O	14.5967	11.2694	34.0515
O	13.3731	13.1431	29.5458
O	11.3664	14.972	30.1455
O	0.1584	17.8836	30.4429
O	12.702	17.783	33.1818
O	15.0026	17.2683	36.4159
O	14.8323	21.5277	33.884
O	15.4109	24.0935	29.8779
O	0.1691	20.4111	29.8379
O	1.0413	22.6052	28.8455
O	14.1094	22.273	31.4871
O	14.2471	24.8247	32.2581
O	13.3142	24.8744	26.5675
O	12.198	32.2457	30.243
O	13.9443	31.1259	31.9441
O	12.994	0.8864	32.2948
O	14.753	29.5915	34.0818
O	2.1994	2.3255	31.9008
O	3.8086	32.0184	34.5887
O	15.7174	6.0445	33.8359
O	2.2137	9.3009	33.0212
O	15.8254	4.4955	35.9564
O	3.5588	12.0231	36.8276
O	15.9217	14.8766	35.5809
O	1.8277	17.3766	37.4962
O	2.0074	16.8121	32.0997
O	1.9625	18.0358	34.3343
O	2.1832	22.6156	36.4971
O	16.2959	23.4754	34.7499
O	3.1691	24.9645	35.5477
O	1.8881	20.0581	37.2151
O	14.6867	28.2732	36.3948
O	0.1961	29.736	37.4915
O	4.0525	24.9598	32.9101
O	4.2439	29.5846	35.8094
O	3.2859	2.1678	34.5849
O	4.4028	2.8107	36.8274
O	7.3863	32.2869	34.4586
O	12.5306	28.4382	34.8288
O	3.8019	4.7582	34.9323
O	5.8916	5.3063	31.97
O	9.2524	3.1627	30.952
O	9.6697	11.9384	36.341
O	4.0773	7.0216	36.2413
O	6.9932	16.4263	33.4018
O	5.7473	16.0722	35.6781
O	7.8847	15.2204	36.9979
O	10.0123	16.8223	36.1147
O	7.4202	23.2438	36.3833
O	7.4486	25.9073	36.3436
O	9.6809	24.4854	36.4861
O	7.7996	27.1351	34.039
O	10.1811	28.1904	33.5989
O	2.7103	29.7394	33.6637
O	12.4025	3.8636	35.6706
O	11.0173	2.1205	37.0483
O	12.3419	1.3671	34.823
O	10.446	1.0947	32.9783
O	6.7974	9.5247	39.6847
O	12.1355	11.247	35.299
O	12.298	5.8393	33.9548
O	13.8662	7.9611	33.7963
O	11.8569	13.2463	37.0163
O	13.8424	14.9672	37.1531
O	14.0671	9.7875	36.3314
O	13.5917	15.783	34.693
O	8.2155	20.1316	36.6418
O	12.4575	17.7056	36.8238
O	12.7105	20.3742	32.9971
O	14.993	27.2556	31.7314
O	12.312	24.3619	36.4222
O	11.1466	19.021	34.9223
O	0.0781	23.3157	32.1062
O	9.9645	31.9903	34.8233
O	5.4969	27.2939	35.3463
O	13.7195	1.8975	36.9761
Si	0.0657	32.7877	5.3523
Si	2.7828	2.7193	5.3311
Si	0.1274	5.4522	5.3825
Si	2.8054	8.2075	5.3667
Si	0.0742	10.8995	5.4171
Si	2.7631	13.6657	5.4851
Si	0.0284	16.3757	5.3866
Si	2.7711	19.1597	5.4048
Si	0.0341	21.8506	5.4181
Si	2.7929	24.6146	5.3642
Si	0.0288	27.3323	5.3498
Si	2.7747	30.0389	5.3471
Si	5.5062	32.7841	5.3455
Si	8.2619	2.6914	5.4411
Si	5.512	5.4334	5.4201
Si	8.2484	8.1407	5.4869
Si	5.5305	10.8783	5.4658
Si	8.2425	13.6156	5.4743
Si	5.5276	16.3824	5.4818
Si	8.2652	19.1246	5.4506
Si	5.5378	21.8886	5.3412
Si	8.2248	24.6391	5.3517
Si	5.5514	27.316	5.2925
Si	8.2546	30.0634	5.3283
Si	11.008	32.7681	5.3531
Si	13.7231	2.7437	5.4146
Si	11.0317	5.4397	5.4863
Si	13.7834	8.1873	5.4626
Si	11.0254	10.8573	5.4971
Si	13.7367	13.6237	5.4278
Si	10.9707	16.3538	5.4766
Si	13.6786	19.1317	5.4141
Si	11.0196	21.8389	5.3914
Si	13.7198	24.5949	5.359
Si	10.9781	27.355	5.3611
Si	13.7062	30.092	5.3298
Si	1.4175	1.3596	6.7221
Si	4.1241	4.0681	6.7534
Si	1.4513	6.8341	6.7599
Si	4.1306	9.5415	6.8082
Si	1.3979	12.2785	6.8118
Si	4.1316	15.0337	6.8317
Si	1.3921	17.7686	6.755
Si	4.1483	20.5429	6.7383
Si	1.4162	23.2464	6.7394
Si	4.1616	25.9929	6.7073
Si	1.3981	28.6927	6.7218
Si	4.1356	31.4174	6.7118
Si	6.8545	1.3319	6.7571
Si	9.6236	4.0653	6.8039
Si	6.8597	6.7848	6.8207
Si	9.6188	9.5172	6.8396
Si	6.8626	12.269	6.8364
Si	9.5986	14.9967	6.8348
Si	6.8798	17.7739	6.8162
Si	9.6309	20.5105	6.7806
Si	6.8746	23.2593	6.7324
Si	9.5964	25.9949	6.7247
Si	6.8747	28.7017	6.6943
Si	9.6152	31.4205	6.7222
Si	12.3451	1.3476	6.7474
Si	15.1196	4.1035	6.7567
Si	12.3895	6.828	6.8204
Si	15.1181	9.562	6.8183
Si	12.3642	12.28	6.821
Si	15.0771	15.0222	6.788
Si	12.329	17.7629	6.7982
Si	15.0549	20.4967	6.7754
Si	12.3528	23.2409	6.7495
Si	15.072	25.9712	6.7288
Si	12.3423	28.7273	6.7186
Si	15.0794	31.4379	6.7195
Si	0.0531	2.7111	8.118
Si	2.7705	32.7858	8.0915
Si	0.0694	8.1732	8.1579
Si	2.7774	5.4438	8.1374
Si	0.0289	13.657	8.165
Si	2.7638	10.9142	8.1728
Si	0.0221	19.1296	8.1325
Si	2.7497	16.4191	8.1524
Si	0.0361	24.6101	8.1008
Si	2.7678	21.8848	8.1181
Si	0.0282	30.0601	8.0903
Si	2.7734	27.3374	8.0868
Si	5.4877	2.7023	8.1249
Si	8.2343	32.772	8.1071
Si	5.4899	8.167	8.1701
Si	8.2388	5.4225	8.1665
Si	5.4876	13.6507	8.182
Si	8.2399	10.9027	8.1825
Si	5.4883	19.1636	8.131
Si	8.2298	16.3913	8.1755
Si	5.4951	24.617	8.0978
Si	8.2358	21.8906	8.1104
Si	5.4995	30.0539	8.0821
Si	8.2264	27.352	8.0938
Si	10.9818	2.6907	8.1477
Si	13.7121	32.7897	8.1096
Si	10.9909	8.1615	8.189
Si	13.7451	5.4414	8.1552
Si	10.9782	13.6398	8.1814
Si	13.7269	10.9156	8.1806
Si	10.9651	19.135	8.1586
Si	13.701	16.3929	8.1517
Si	10.9568	24.6136	8.0912
Si	13.6992	21.8785	8.1336
Si	10.968	30.0658	8.1071
Si	13.6945	27.3434	8.088
Si	1.3972	4.0827	9.5017
Si	4.1156	1.3421	9.4881
Si	1.3975	9.5528	9.5394
Si	4.12	6.8058	9.5296
Si	1.3844	15.0453	9.519
Si	4.1121	12.2927	9.5395
Si	1.3871	20.5174	9.4845
Si	4.1145	17.7986	9.5041
Si	1.3956	25.9839	9.4645
Si	4.1226	23.2622	9.4799
Si	1.3884	31.4309	9.4633
Si	4.1218	28.7088	9.4632
Si	6.8469	4.0643	9.5101
Si	9.5851	1.3364	9.4939
Si	6.8512	9.5449	9.5334
Si	9.5959	6.8012	9.5299
Si	6.8454	15.0358	9.5337
Si	9.5934	12.2864	9.5406
Si	6.8571	20.5338	9.4872
Si	9.587	17.7781	9.5219
Si	6.8536	25.9884	9.4663
Si	9.5896	23.2611	9.4761
Si	6.8515	31.4183	9.4712
Si	9.5871	28.7097	9.4735
Si	12.3438	4.0771	9.5025
Si	15.0694	1.3544	9.4836
Si	12.3401	9.5545	9.5375
Si	15.0853	6.8201	9.5242
Si	12.3279	15.0369	9.5274
Si	15.0652	12.3021	9.5419
Si	12.3248	20.5205	9.5039
Si	15.0561	17.774	9.5116
Si	12.3178	25.984	9.4605
Si	15.0643	23.2567	9.4812
Si	12.3286	31.4334	9.479
Si	15.0552	28.706	9.4652
Si	0.022	32.7862	10.8512
Si	2.7513	2.707	10.868
Si	0.0291	5.4404	10.8847
Si	2.7537	8.178	10.8976
Si	0.0195	10.9236	10.8984
Si	2.7396	13.6734	10.8903
Si	0.0106	16.4084	10.8842
Si	2.7401	19.1573	10.8703
Si	0.0133	21.8838	10.8522
Si	2.7447	24.6196	10.8469
Si	0.0159	27.3411	10.8357
Si	2.7472	30.0663	10.8389
Si	5.4821	32.7809	10.8521
Si	8.2149	2.6996	10.8699
Si	5.484	5.4342	10.8846
Si	8.2184	8.1731	10.8882
Si	5.4793	10.9212	10.8936
Si	8.2116	13.6638	10.8904
Si	5.4674	16.42	10.877
Si	8.2055	19.1575	10.8637
Si	5.4798	21.8944	10.8529
Si	8.2109	24.6204	10.8401
Si	5.4763	27.3436	10.8394
Si	8.2113	30.0616	10.8492
Si	10.9517	32.783	10.8596
Si	13.6972	2.7073	10.8677
Si	10.9633	5.4322	10.8806
Si	13.699	8.1788	10.8911
Si	10.9558	10.9159	10.8971
Si	13.6842	13.6683	10.8956
Si	10.948	16.4078	10.8824
Si	13.6811	19.1478	10.8682
Si	10.942	21.8902	10.8515
Si	13.6779	24.6189	10.8376
Si	10.9466	27.339	10.84
Si	13.6856	30.0619	10.8466
Si	1.3722	1.3494	12.2347
Si	4.104	4.0774	12.2464
Si	1.3735	6.8189	12.2564
Si	4.1041	9.5629	12.2579
Si	1.3672	12.3107	12.2585
Si	4.0948	15.0571	12.2495
Si	1.3672	17.792	12.2414
Si	4.1036	20.5359	12.2265
Si	1.3675	23.2617	12.2172
Si	4.1016	25.9903	12.2153
Si	1.372	28.7088	12.212
Si	4.1014	31.4293	12.223
Si	6.8347	1.3448	12.2349
Si	9.5719	4.0782	12.2388
Si	6.8381	6.8155	12.2488
Si	9.5707	9.5552	12.2524
Si	6.8323	12.3053	12.2538
Si	9.5662	15.0501	12.2447
Si	6.8289	17.7995	12.2345
Si	9.5659	20.5339	12.2229
Si	6.8386	23.2658	12.2178
Si	9.5698	25.9834	12.2121
Si	6.8319	28.7067	12.2171
Si	9.5686	31.428	12.2244
Si	12.3082	1.3526	12.2289
Si	15.0433	4.0839	12.2429
Si	12.3091	6.819	12.2476
Si	15.0406	9.5633	12.2589
Si	12.3047	12.3037	12.2533
Si	15.0374	15.0502	12.2538
Si	12.3018	17.7933	12.2372
Si	15.037	20.5286	12.2256
Si	12.302	23.2621	12.2132
Si	15.0372	25.9869	12.2077
Si	12.3054	28.7044	12.2148
Si	15.0445	31.4291	12.2205
Si	16.4012	2.7128	13.6063
Si	2.7335	32.7875	13.6056
Si	16.3978	8.1874	13.6167
Si	2.7343	5.4474	13.6144
Si	16.39	13.6749	13.6217
Si	2.7293	10.9372	13.6168
Si	16.3895	19.1588	13.5981
Si	2.7206	16.4227	13.6182
Si	16.3902	24.6215	13.5843
Si	2.7258	21.8979	13.5895
Si	16.401	30.0595	13.5926
Si	2.7266	27.345	13.591
Si	5.4686	2.7122	13.611
Si	8.1957	32.7837	13.6028
Si	5.4688	8.1903	13.6116
Si	8.2018	5.4486	13.6111
Si	5.457	13.6823	13.6114
Si	8.1947	10.9291	13.6102
Si	5.4601	19.1691	13.6021
Si	8.1896	16.4267	13.5985
Si	5.4625	24.6259	13.5843
Si	8.195	21.8979	13.591
Si	5.4588	30.0622	13.5949
Si	8.1916	27.3371	13.5819
Si	10.9326	2.7116	13.6038
Si	13.6678	32.7872	13.5926
Si	10.9305	8.1846	13.6164
Si	13.6646	5.4472	13.6115
Si	10.9239	13.6742	13.6038
Si	13.6591	10.9303	13.6184
Si	10.9236	19.1655	13.5922
Si	13.6558	16.4211	13.6042
Si	10.9241	24.6148	13.5861
Si	13.6557	21.8934	13.586
Si	10.9285	30.0589	13.5881
Si	13.662	27.3361	13.5875
Si	1.3499	4.0914	14.9749
Si	4.0919	1.3553	14.9795
Si	1.3468	9.5743	14.9728
Si	4.0887	6.8341	14.9711
Si	1.3389	15.058	14.9852
Si	4.0829	12.3189	14.98
Si	1.3434	20.541	14.9536
Si	4.0828	17.8098	14.9715
Si	1.3436	25.99	14.9588
Si	4.084	23.2737	14.9515
Si	1.3552	31.4239	14.9717
Si	4.0879	28.7046	14.9705
Si	6.8224	4.0944	14.9791
Si	9.5539	1.3535	14.9701
Si	6.8194	9.5711	14.9779
Si	9.5469	6.8314	14.9852
Si	6.8161	15.0662	14.9678
Si	9.5492	12.3122	14.9668
Si	6.8219	20.5457	14.9668
Si	9.5464	17.8081	14.9584
Si	6.8216	25.9853	14.9608
Si	9.5506	23.263	14.9669
Si	6.8164	31.4263	14.9716
Si	9.5476	28.7007	14.9516
Si	12.2776	4.0941	14.9759
Si	15.0163	1.3565	14.967
Si	12.2776	9.5708	14.9824
Si	15.013	6.8294	14.9771
Si	12.2747	15.0573	14.9605
Si	15.0058	12.3135	14.9834
Si	12.2739	20.5439	14.9605
Si	15.0053	17.8042	14.9649
Si	12.2807	25.9796	14.958
Si	15.0074	23.2684	14.9537
Si	12.2875	31.4283	14.9557
Si	15.0223	28.6999	14.9615

Results
total energy: -236498.940 eV
total energy less fixed offsets of O -438.35, Si -107.03 eV per atom: 8.760 eV

Forces (eV/angstrom), in the order of the atoms: element, x, y, z
Si	0.3544	-0.161	0.2664
Si	0.118	0.0098	-0.0649
Si	-0.088	0.0219	-0.2841
Si	0.3236	-0.2362	0.0151
Si	-0.0286	0.4966	-0.1732
Si	0.2568	-0.1491	0.2956
Si	-0.2198	0.1685	0.4256
Si	-0.185	-0.3953	-0.2623
Si	0.0877	0.1747	-0.1508
Si	-0.0752	-0.3318	0.0685
Si	-0.0042	0.1253	-0.2956
Si	-0.1481	0.2399	-0.0947
Si	0.1014	0.0028	-0.1066
Si	0.0275	-0.0286	-0.0896
Si	0.0513	-0.0686	0.085
Si	0.0103	0.0187	0.1985
Si	0.1624	-0.1463	0.1208
Si	0.0693	-0.1736	0.0447
Si	0.0859	0.2324	-0.2509
Si	-0.2934	-0.0144	-0.0243
Si	-0.0878	0.2364	-0.2094
Si	-0.2374	0.1401	-0.1535
Si	-0.1848	-0.4655	-0.2436
Si	0.3125	0.0947	0.0517
Si	-0.1266	-0.094	0.2638
Si	-0.5034	0.5569	-0.0577
Si	-0.1563	0.2355	0.0023
Si	-0.0705	-0.1413	-0.5133
Si	-0.0996	-0.067	-0.1248
Si	-0.0299	-0.1767	-0.1735
Si	-0.1693	-0.0403	-0.1225
Si	-0.2344	0.128	-0.2852
Si	-0.0456	-0.0865	0.1513
Si	0.5225	-0.1279	-0.1066
Si	-0.5177	0.0122	-0.3915
Si	0.2072	0.1848	-0.0113
Si	-0.1658	-0.1349	-0.2426
Si	0.1394	0.0766	-0.2602
Si	-0.1316	-0.1556	0.0395
Si	0.1087	0.0794	-0.0387
Si	0.0153	-0.1692	-0.0875
Si	0.1185	0.0173	-0.1129
Si	0.0041	0.0387	-0.3484
Si	-0.1542	0.29	-0.064
Si	0.0994	0.0987	-0.2863
Si	0.0239	0.1875	-0.1097
Si	-0.1816	-0.2112	-0.1384
Si	0.0875	0.0912	0.0454
Si	-0.035	-0.0529	-0.1879
Si	-0.065	-0.1273	-0.2463
Si	0.0061	-0.0214	-0.283
Si	0.0316	0.0055	-0.3282
Si	-0.1532	0.0335	-0.2328
Si	-0.2046	0.0237	-0.1425
Si	-0.2285	-0.2588	0.04
Si	0.0031	0.0042	-0.1667
Si	0.1388	-0.1153	-0.1149
Si	0.1918	0.0554	-0.0986
Si	0.0945	0.0923	-0.0716
Si	-0.1906	0.0134	-0.0952
Si	-0.2689	-0.17	0.0371
Si	0.3764	0.2098	0.2313
Si	0.0271	0.0572	-0.1298
Si	-0.1452	0.2039	-0.1182
Si	0.0077	0.0431	-0.1379
Si	-0.0491	0.0374	0.0361
Si	0.0602	0.0013	-0.1713
Si	0.1724	0.0203	0.0834
Si	-0.2121	0.0999	-0.2287
Si	0.1646	0.1387	-0.0481
Si	-0.1072	0.1785	-0.0625
Si	-0.0608	-0.1122	-0.0546
Si	-0.1784	0.0134	0.0301
Si	0.0795	-0.0484	0.0124
Si	0.1669	0.0005	-0.0505
Si	-0.0645	0.0143	0.0671
Si	0.0217	0.0502	-0.0556
Si	0.0039	0.0915	-0.0276
Si	0.0007	0.0211	0.2559
Si	-0.0346	0.0269	0.1314
Si	0.0203	-0.1234	0.026
Si	-0.0452	0.0432	0.244
Si	-0.0399	0.0788	-0.0768
Si	0.1056	0.0489	0.0205
Si	0.024	0.0213	0.0753
Si	0.0476	-0.0664	0.0062
Si	0.1659	-0.0294	-0.1758
Si	-0.0887	-0.0186	0.1089
Si	0.0619	-0.0492	0.1265
Si	0.1115	-0.1263	-0.0458
Si	0.2024	-0.0408	-0.0456
Si	-0.0468	0.0104	0.0635
Si	-0.0819	0.0182	-0.0914
Si	0.0877	-0.0375	0.1028
Si	-0.1184	0.0029	0.0308
Si	0.0117	-0.1174	0.0896
Si	0.1168	-0.1178	0.1123
Si	0.0678	0.1193	-0.0108
Si	0.0316	0.1036	0.1133
Si	0.0976	-0.1778	0.0273
Si	0.0218	-0.0239	0.2152
Si	0.0031	-0.0571	0.0893
Si	0.0462	-0.0673	0.2485
Si	-0.0972	0.084	0.0996
Si	-0.0685	0.077	0.1697
Si	0.1585	-0.2076	0.0511
Si	-0.0325	-0.0967	0.1595
Si	-0.0781	-0.0598	0.052
Si	-0.0149	0.0446	-0.1442
Si	-0.0017	0.0402	0.0228
Si	-0.0484	0.0458	-0.1297
Si	-0.0911	-0.0384	-0.093
Si	0.1285	-0.0783	-0.0127
Si	0.0106	-0.0157	-0.1505
Si	-0.0883	-0.1002	-0.2627
Si	-0.1206	0.0496	0.0256
Si	0.0379	0.0429	-0.0824
Si	-0.0425	-0.0994	-0.1445
Si	0.0209	0.0128	-0.0298
Si	-0.0135	0.013	-0.1438
Si	0.1259	-0.0178	-0.0681
Si	0.0083	-0.0131	-0.0645
Si	-0.0415	0.0799	-0.0839
Si	-0.0056	0.0318	-0.0631
Si	-0.0376	0.0169	-0.2109
Si	0.031	0.1168	-0.0654
Si	0.1599	-0.1077	-0.1236
Si	-0.1003	-0.0544	-0.1673
Si	0.0348	0.0265	-0.1016
Si	-0.0305	0.0319	-0.1324
Si	0.0554	-0.0663	-0.0866
Si	0.0713	0.1092	-0.0457
Si	0.1361	0.0439	-0.1097
Si	-0.04	0.0278	-0.0691
Si	-0.0483	-0.1	-0.1022
Si	-0.1218	-0.0488	0.0019
Si	0.026	0.0445	-0.052
Si	-0.0164	-0.0433	-0.004
Si	-0.0479	0.0492	-0.1371
Si	0.0064	0.0657	-0.2586
Si	-0.0377	-0.0675	-0.1857
Si	0.0404	0.0289	-0.037
Si	0.0949	0.0132	-0.1803
Si	0.0101	0.03	0.0142
Si	-0.0006	0.0246	-0.0115
Si	-0.008	0.0028	-0.0076
Si	0.0066	0.0032	0.0036
Si	-0.0041	0.0138	-0.0023
Si	0.0106	0.0207	-0.0034
Si	0.0066	0.0016	-0.0018
Si	0.0194	0.0161	-0.0054
Si	-0.0033	0.0088	-0.0025
Si	0	-0.0108	-0.0042
Si	-0.0132	0.0098	-0.006
Si	0.0147	0.0103	0.0063
Si	0.0084	0.0117	-0.0061
Si	-0.0177	0.0132	0.0015
Si	0.0099	0.0108	-0.0069
Si	-0.035	0.0129	0.0002
Si	-0.0182	0.0032	0.0042
Si	0.0071	0.0081	-0.0005
Si	-0.0099	0.0196	-0.0005
Si	-0.0512	0.0028	-0.0114
Si	-0.0108	-0.012	0.0048
Si	-0.0394	0.0194	-0.0126
Si	0.0082	-0.0028	-0.0015
Si	-0.011	-0.0025	0.0039
Si	-0.0051	0.0303	-0.0042
Si	0.0103	-0.008	0.0021
Si	-0.0013	0.0091	-0.008
Si	0.0061	0.0203	0.001
Si	0.0071	0.0029	0.0028
Si	-0.0253	0.0222	0.0093
Si	-0.0219	0.0418	0.0007
Si	0.0019	0.0069	-0.0034
Si	0.0018	-0.005	0.0015
Si	-0.0001	0.0042	0.0059
Si	0.021	0.0202	0.0157
Si	-0.0208	0.0505	-0.0048
Si	0.0168	0.0081	-0.0106
Si	-0.0238	0.0011	-0.0068
Si	0.0381	-0.0302	-0.0017
Si	0.017	-0.0027	0.0015
Si	-0.0329	-0.0271	-0.0009
Si	-0.0019	-0.008	0.0055
Si	0.0509	0.0252	-0.0124
Si	-0.0109	-0.0319	-0.0061
Si	0.0264	-0.0345	-0.0117
Si	0.0455	0.0247	-0.0113
Si	-0.0046	-0.0052	-0.0028
Si	-0.0057	0.0331	0.0168
Si	-0.0062	-0.0087	0.0083
Si	-0.013	-0.0021	0.011
Si	-0.0237	-0.027	-0.0111
Si	0.0176	0.0015	0.0073
Si	0.038	0.0105	-0.0016
Si	-0.0283	0.0155	-0.0094
Si	-0.0054	-0.0186	-0.0178
Si	0.0138	-0.0063	0.0095
Si	-0.0144	-0.0004	0.0134
Si	-0.0047	-0.0385	0.0192
Si	0.0125	-0.0004	-0.0092
Si	-0.0027	0.019	0.0118
Si	-0.0154	0.0215	-0.0252
Si	0.0004	-0.0076	-0.0108
Si	0.0005	-0.0067	0.0008
Si	-0.0021	-0.0422	-0.0106
Si	-0.009	-0.0085	0.0112
Si	0.0277	-0.0156	0.0125
Si	0.0268	-0.0353	0.009
Si	-0.0167	-0.0237	-0.0091
Si	0.0472	-0.006	-0.0021
Si	-0.0058	-0.0574	0.0137
Si	-0.0168	-0.0354	0.0056
Si	-0.0076	-0.0303	-0.0193
Si	0.0129	-0.0073	0.0047
Si	0.0358	-0.063	-0.0019
Si	0.0024	0.0254	0.0129
Si	0.0628	-0.0123	0.016
Si	-0.0734	0.0166	0.0068
Si	0.0228	0.0442	-0.0173
Si	0.0332	0.0082	0.0299
Si	0.0195	-0.0137	0.0096
Si	0.0182	-0.0079	-0.0059
Si	0.0228	-0.0127	-0.0031
Si	-0.0456	0.0138	0.0186
Si	0.0286	0.0423	0.0084
Si	0.0715	-0.0251	0.0034
Si	-0.0687	0.0375	-0.0028
Si	0.0581	-0.054	0.0056
Si	-0.0312	-0.0052	0.0143
Si	-0.0007	0.0008	0.029
Si	-0.0629	-0.0126	-0.0098
Si	-0.0157	0.0085	0.0307
Si	-0.1048	0.0275	-0.0152
Si	-0.0163	-0.022	-0.0075
Si	-0.0552	0.0459	-0.0082
Si	-0.0041	-0.0183	-0.0225
Si	-0.0434	0.0234	0.0164
Si	-0.0032	-0.0114	0.0189
Si	0.0257	0.0257	0.0192
Si	0.0047	0.0273	0.0178
Si	-0.0331	-0.0102	-0.0019
Si	0.0056	0.052	0.0166
Si	-0.0299	0.0862	-0.0135
Si	0.0023	0.04	-0.0298
Si	0.0399	-0.0546	0.0171
Si	-0.0121	0.0551	0.0189
Si	-0.0381	0.0324	0.0015
Si	-0.0115	0.019	0.003
Si	0.0121	0.0362	-0.0045
Si	-0.0202	0.0857	-0.0352
Si	0.0216	-0.0219	-0.0381
Si	0.0222	0.0035	0.0167
Si	-0.0132	-0.0299	0.0541
Si	0.0305	0.0539	-0.0031
Si	-0.0583	-0.0432	-0.0676
Si	0.1027	0.0631	-0.0355
Si	0.0641	-0.0141	-0.0028
Si	0.0783	0.0151	-0.0612
Si	0.016	-0.031	-0.0111
Si	0.0194	-0.0029	0.027
Si	-0.0315	-0.0686	0.0056
Si	-0.0521	0.0893	-0.0159
Si	0.0136	-0.0178	0.072
Si	-0.0732	0.0134	0.0316
Si	-0.0015	-0.0282	0.0726
Si	0.0223	-0.0043	0.0416
Si	-0.0363	0.0247	-0.0058
Si	0.0172	-0.0378	0.0848
Si	0.0105	0.0047	0.0715
Si	-0.0147	0.0423	0.0581
Si	0.0078	-0.044	-0.0042
Si	0.0035	-0.0612	0.0364
Si	-0.0212	0.0475	-0.006
Si	-0.0188	0.0667	0.0465
Si	-0.033	-0.06	0.0274
Si	0.004	0.0882	-0.0125
Si	0.0091	0.0061	0.0806
Si	-0.0742	-0.0857	0.0154
Si	-0.0155	-0.091	0.0389
Si	0.016	-0.017	0.0534
Si	-0.0473	0.0101	0.0438
Si	0.0567	-0.0222	0.0007
Si	0.0464	-0.013	0.0885
Si	0.0155	0.0271	0.0755
Si	0.009	-0.0267	-0.0108
Si	-0.0272	-0.0345	0.0024
Si	0.0152	-0.0238	0.3234
Si	-0.0068	-0.0034	0.0577
Si	0.0125	-0.0083	0.1441
Si	0.0491	0.0205	0.2434
Si	0.0541	0.038	-0.0129
Si	0.1764	-0.0696	0.0717
Si	-0.0221	0.091	0.0516
Si	-0.1611	0.0776	0.0258
Si	0.0936	0.0386	0.0139
Si	-0.0286	0.0147	0.1814
Si	-0.1077	0.1047	0.0635
Si	0.1137	-0.0302	0.1738
Si	-0.0261	0.0779	0.1132
Si	0.0077	0.0328	0.028
Si	0.0184	-0.0398	0.0238
Si	-0.006	0.045	0.0589
Si	-0.3257	0.0956	-0.065
Si	-0.0514	0.0085	-0.0356
Si	0.0012	-0.0247	0.0123
Si	0.0555	-0.0498	0.0471
Si	-0.1308	-0.0619	0.0122
Si	0.0046	0.1179	0.0166
Si	-0.005	-0.0175	0.2492
Si	0.0737	-0.0137	0.0539
Si	0.0437	-0.108	0.1098
Si	0.0396	-0.0513	0.0319
Si	-0.0374	0.0253	0.0878
Si	-0.0158	-0.0929	0.0321
Si	-0.0021	0.0808	0.1104
Si	-0.0498	0.0729	0.0925
Si	0.0238	0.0316	-0.0039
Si	-0.029	-0.0232	0.0551
Si	-0.0291	-0.0069	0.0586
Si	-0.0186	-0.1419	0.0251
Si	-0.0696	0.0277	0.1098
Si	0.0344	0.0294	0.1083
Si	-0.0101	-0.0626	-0.1696
Si	-0.1373	0.0936	0.2796
Si	0.1622	-0.293	0.1171
Si	0.3669	-0.0567	-0.0885
Si	0.0552	-0.1486	-0.1156
Si	0.0603	0.0281	-0.2837
Si	-0.0298	0.0596	-0.1814
Si	0.0168	0.1078	-0.1585
Si	0.0254	0.0284	0.0153
Si	-0.1717	0.1423	0.1884
Si	0.2247	-0.267	-0.0946
Si	-0.14	0.0794	-0.3866
Si	-0.2279	0.0465	0.2718
Si	-0.1337	0.1273	-0.0795
Si	-0.0585	0.0872	-0.0115
Si	-0.032	0.0105	-0.0772
Si	-0.1076	-0.0223	0.0156
Si	0.0383	-0.0192	0.1268
Si	-0.0025	-0.0718	-0.1569
Si	-0.0517	0.0593	-0.088
Si	-0.1636	0.002	0.1335
Si	-0.0607	-0.0032	-0.0934
Si	-0.033	-0.1764	-0.071
Si	0.0788	-0.0389	-0.0311
Si	0.1367	0.0344	-0.1048
Si	0.0292	-0.0478	-0.1066
Si	-0.1022	-0.0153	-0.0952
Si	0.1139	0.0318	0.0805
Si	0.0272	-0.0316	0.1023
Si	-0.1246	0.0341	-0.1813
Si	0.0482	-0.0549	-0.0064
Si	0.0412	-0.0033	0.1284
Si	-0.0245	0.0002	-0.175
Si	0.1467	0.1469	-0.0077
Si	0.0734	0.1279	0.0184
Si	0.0208	0.0248	-0.1061
Si	-0.052	0.187	0.0527
Si	0.2789	-0.0524	-0.044
Si	-0.3239	-0.1439	-0.1195
Si	0.121	0.0054	-0.3202
Si	0.0131	0.0592	0.2633
Si	0.2423	0.3538	0.1916
Si	0.0188	-0.0609	0.1207
Si	0.0194	-0.0207	0.1962
Si	0.1755	-0.0563	0.2929
Si	-0.0866	-0.1775	0.0299
Si	-0.0538	0.4182	0.268
Si	0.0525	0.2606	0.0499
Si	0.1723	-0.2404	-0.0371
Si	-0.0468	0.2041	0.3944
Si	-0.2881	0.4005	-0.6202
Si	0.0878	-0.0382	0.1664
Si	-0.0363	-0.0389	0.1578
Si	0.1316	-0.1705	0.1106
Si	0.035	0.0358	0.3005
Si	-0.1406	0.0455	0.1902
Si	0.2355	-0.0203	-0.2262
Si	0.1856	-0.029	0.3399
Si	0.1457	0.1846	0.2968
Si	0.1836	0.0003	-0.0525
Si	-0.0355	0.1107	0.192
Si	-0.2001	-0.1124	0.1027
Si	0.0165	0.043	0.1392
Si	-0.0896	0.0531	0.1592
Si	0.156	-0.1564	0.2481
Si	-0.0736	0.1292	0.1608
Si	0.0526	0.0634	0.1703
Si	-0.0302	-0.0808	0.1255
Si	0.0159	-0.1772	0.2147
Si	-0.0189	0.1378	0.2327
Si	0.0616	-0.0682	0.1471
Si	-0.0374	0.0494	0.4687
Si	0.1755	-0.3551	-0.0351
Si	0.0406	0.3116	-0.1498
Si	-0.2791	0.1389	0.1118
Si	0.9575	-0.3592	0.3088
Si	-0.1699	0.0736	0.4466
Si	-0.1866	-0.1724	0.162
Si	0.2146	-0.1451	0.2679
Si	0.0402	0.0091	0.3788
Si	-0.4752	0.0735	-0.269
Si	0.0663	-0.2379	0.0012
Si	0.1974	-0.1755	-0.1291
Si	-0.0458	0.2684	-0.2276
Si	-0.0102	-0.197	-0.3259
Si	-0.1776	0.1578	0.0426
Si	-0.0357	-0.0828	-0.168
Si	0.0956	-0.1818	0.1475
Si	-0.0645	0.0566	0.2212
Si	-0.205	0.1114	-0.122
Si	0.1472	-0.0409	0.1429
Si	-0.0339	-0.0296	0.3765
Si	-0.2045	0.1682	-0.2239
Si	-0.101	0.0779	-0.1203
Si	0.3082	-0.0042	-0.1307
Si	-0.0176	-0.0418	0.0044
Si	0.1832	0.0519	0.4205
Si	-0.155	0.1547	0.0865
Si	0.0894	-0.0677	0.1367
Si	0.0111	0.0871	0.2473
Si	-0.1484	0.2109	0.3264
Si	-0.1424	-0.0922	-0.0437
Si	0.0471	-0.0977	-0.0003
Si	0.306	-0.202	0.0374
Si	-0.0137	-0.0921	0.0408
Si	-0.0934	-0.0369	0.0631
Si	0.0097	0.0618	0.2844
Si	-0.1639	-0.6117	-0.6514
Si	0.072	0.0749	0.1187
Si	0.0351	0.085	0.233
Si	-0.0667	-0.0135	0.1969
Si	-0.2105	0.1541	0.3294
Si	0.2266	-0.0003	0.2227
Si	0.1191	0.2927	0.4617
Si	-0.1611	0.2538	0.2609
Si	-0.0457	-0.2959	0.2424
Si	-0.0181	-0.1396	0.362
Si	0.2371	-0.2484	0.2713
Si	0.0873	-0.2016	0.2179
Si	-0.3551	0.4503	0.3926
Si	0.0609	0.2747	0.0617
Si	-0.2055	0.1209	0.3091
Si	-0.2374	0.0373	0.3703
Si	0.0187	-0.1341	-0.2185
Si	0.3669	0.0177	0.9026
Si	-0.0817	0.145	0.2212
Si	-0.0678	0.0661	-0.1219
Si	-0.1465	0.1741	0.1974
Si	0.3328	0.0558	0.2543
Si	-0.2283	0.0891	0.3282
Si	-0.1269	0.049	0.4276
Si	-0.033	0.021	0.3572
Si	-0.0755	0.0015	0.2876
Si	-0.0001	-0.0177	0.0364
Si	-0.0624	-0.1378	-0.0629
Si	0.0177	0.015	0.0895
Si	-0.0288	-0.053	0.3024
Si	-0.1005	0.1641	0.0864
Si	0.2107	-0.0112	0.4998
Si	-0.0181	-0.1095	0.3757
Si	0.1177	0.0359	-0.0657
Si	0.1176	0.0635	0.1999
Si	0.1317	-0.0275	-0.1751
Si	0.1459	0.1897	-0.1217
Si	-0.1507	-0.3116	0.4644
Si	-0.0351	0.1996	0.3745
Si	-0.0029	0.0122	-0.081
Si	0.1483	0.0508	0.3909
Si	-0.1224	-0.0251	0.1313
Si	-0.108	-0.0647	0.3658
Si	0.0116	-0.1538	0.1515
Si	0.1999	-0.1905	0.2551
Si	0.1732	0.0616	0.1779
Si	-0.1128	-0.0312	0.1301
Si	0.1973	0.1179	0.1189
Si	-0.0407	0.0399	0.3276
Si	-0.1931	-0.1241	0.1549
Si	0.0803	-0.1328	0.5912
Si	-0.2092	-0.2865	0.3969
Si	0.0753	-0.021	0.0132
Si	0.0931	0.0738	0.062
Si	0.0171	0.1047	0.2553
Si	0.0843	0.013	0.0064
Si	0.0618	0.0268	-0.0944
Si	-0.0838	-0.1898	0.3827
Si	-0.0883	0.0479	0.4792
Si	-0.0479	0.0203	-0.0352
Si	0.008	0.0498	-0.1585
Si	0.1299	-0.0359	-0.3449
Si	-0.0608	0.0967	0.2178
Si	0.1239	-0.3045	0.4145
Si	-0.081	-0.002	0.0751
Si	-0.0624	0.1083	0.1568
Si	-0.1443	-0.0064	-0.1863
Si	0.0173	0.0372	0.0709
Si	0.075	-0.0245	0.2563
Si	0.0629	-0.0368	-0.2338
Si	-0.042	-0.1058	-0.1035
Si	-0.4287	0.1365	-0.3201
Si	-0.0204	-0.2672	-0.6977
Si	0.0083	-0.0871	0.3432
Si	-0.1271	-0.0002	-0.1871
Si	-0.0467	-0.0615	0.097
Si	-0.0502	0.0574	-0.0002
Si	0.1656	0.0606	-0.2193
Si	-0.117	-0.1083	-0.1209
Si	-0.0077	-0.1049	-0.1674
Si	-0.1683	-0.0752	0.2184
Si	-0.0566	-0.0599	-0.335
Si	0.0419	0.1688	-0.3121
Si	-0.1552	0.1009	0.306
Si	-0.0354	0.0821	-0.2735
Si	0.0166	0.0034	0.1949
Si	0.0231	-0.2602	-0.4339
Si	-0.0854	0.2044	-0.1369
Si	-0.0793	0.2341	-0.101
Si	0.2702	0.0296	-0.2472
Si	-0.0507	0.0667	-0.0501
Si	-0.1558	-0.024	-0.3501
Si	-0.1831	-0.0942	-0.1733
Si	-0.1025	-0.0409	-0.1861
Si	-0.0196	-0.0591	0.0061
Si	0.1012	-0.1417	0.3748
Si	0.0558	0.0619	-0.2581
Si	0.1171	0.0159	-0.3479
Si	0.1267	0.1631	-0.3737
Si	0.0175	0.0526	-0.283
Si	0.0229	0.189	-0.142
Si	0.0483	-0.3501	-0.2426
Si	0.3762	0.308	-0.2718
Si	-0.1204	0.0324	-0.2664
Si	-0.064	-0.046	-0.2326
Si	0.0374	-0.0789	-0.1858
Si	0.0942	0.0277	-0.2627
Si	0.2917	-0.0777	-0.2946
Si	0.0731	0.0458	-0.1771
Si	0.0326	0.1366	-0.2068
Si	0.0131	0.0014	0.1854
Si	-0.0539	0.1692	-0.0136
Si	-0.0153	0.0392	-0.4289
Si	0.2078	0.2001	-0.0336
Si	-0.0127	0.0127	-0.1609
Si	0.1183	0.1058	-0.4458
Si	0.0378	-0.0325	-0.1937
Si	0.0789	-0.0976	-0.3651
Si	-0.0159	0.0498	-0.1099
Si	-0.0551	0.1587	-0.0821
Si	-0.2259	0.1276	-0.496
Si	-0.0457	0.1068	-0.3406
Si	-0.1314	0.1978	-0.3183
Si	0.0259	-0.0976	-0.1609
Si	-0.0887	-0.2171	-0.3743
Si	-0.0115	0.2493	0.0267
Si	0.0253	0.1374	-0.4528
Si	-0.0994	0.1173	-0.3232
Si	0.0696	-0.1227	0.1023
Si	0.0039	-0.0299	-0.3812
Si	-0.0597	-0.0643	0.0339
O	-0.1578	0.3796	-0.0923
O	0.0799	0.183	0.246
O	-0.2404	-0.0837	-0.0134
O	0.0136	0.0882	0.1353
O	0.2278	0.2281	-0.049
O	-0.2258	0.333	0.4661
O	0.0561	-0.2048	0.8198
O	-0.4462	0.0143	0.3089
O	0.0895	0.0525	0.2968
O	0.0489	0.0961	0.3621
O	0.1126	0.1506	0.2851
O	0.3041	-0.2227	-0.1213
O	-0.0396	0.0478	0.0352
O	-0.1177	-0.1354	0.413
O	0.0532	0.0042	0.3018
O	0.0844	0.0485	0.0002
O	-0.1041	0.2326	0.2665
O	0.105	-0.0275	-0.1797
O	-0.0482	0.3166	0.3536
O	-0.0321	-0.2454	0.2351
O	-0.1621	0.201	0.1405
O	0.074	0.022	0.2532
O	-0.3767	-0.009	0.2835
O	0.3151	-0.4246	0.3716
O	0.1294	-0.2981	0.2442
O	-0.0645	0.3048	0.169
O	0.0218	-0.1791	0.3823
O	-0.0909	-0.1954	0.1141
O	0.1171	0.0482	0.23
O	-0.0705	0.1294	-0.1934
O	0.055	0.1206	0.1787
O	0.1525	-0.0293	0.2296
O	0.1311	-0.0354	0.0087
O	-0.3186	0.207	0.0525
O	0.0486	0.2831	0.1452
O	-0.1207	0.1191	0.0812
O	-0.1188	0.232	0.2335
O	0.2647	-0.1113	0.2716
O	-0.355	-0.2027	-0.0671
O	0.0813	0.0589	0.0313
O	0.0282	0.0807	0.3607
O	-0.1362	-0.0215	0.1264
O	0.1614	-0.2704	0.132
O	0.0749	0.1185	0.4437
O	-0.1533	0.1231	0.6058
O	0.1193	0.107	0.2535
O	-0.2441	-0.0938	0.0697
O	0.1183	-0.0768	0.097
O	0.0321	-0.3745	0.0267
O	-0.1975	-0.1806	-0.1124
O	-0.0171	-0.1211	-0.0213
O	-0.3679	0.5014	0.3341
O	0.5699	-0.5671	0.1006
O	-0.1645	-0.1728	0.6401
O	0.0953	0.2477	0.2012
O	0.0716	-0.2426	0.2973
O	0.0059	-0.0595	0.4345
O	-0.0545	-0.2185	0.2214
O	0.0424	0.1517	0.0573
O	0.3369	0.0624	0.3199
O	0.1334	-0.1741	-0.1293
O	-0.106	-0.1736	-0.0542
O	0.2738	0.403	0.5089
O	-0.0036	0.0216	0.1898
O	-0.2582	0.0695	0.4737
O	0.115	0.2154	0.3317
O	0.4772	0.1461	0.2376
O	0.053	-0.2517	0.2007
O	0.2814	-0.1447	0.486
O	-0.0129	0.1448	-0.1208
O	-0.0542	0.0029	-0.0069
O	0.1184	0.1676	-0.0538
O	0.1434	-0.1183	0.0271
O	-0.1524	-0.0504	0.1702
O	-0.0256	-0.0712	0.1622
O	0.4414	-0.169	-0.4814
O	-0.3458	-0.2648	0.0175
O	-0.285	-0.0662	0.1449
O	-0.1465	0.1059	-0.2974
O	-0.2824	-0.3774	-0.0025
O	-0.0734	0.1307	-0.4931
O	-0.0897	-0.1342	0.0606
O	0.1032	-0.4934	-0.3218
O	-0.3196	0.4329	-0.179
O	-0.0131	0.218	-0.4189
O	-0.1408	-0.2268	-0.1189
O	0.1631	-0.2103	-0.2127
O	0.0031	-0.2802	-0.4727
O	0.2722	-0.0133	-0.2783
O	-0.0678	0.2328	-0.1988
O	-0.1524	-0.0732	0.2281
O	0.1223	0.1045	0.0665
O	-0.202	-0.0659	-0.3806
O	-0.0886	-0.3558	0.0211
O	0.2366	-0.0554	0.3192
O	-0.1865	-0.1345	-0.0838
O	0.1772	0.1193	-0.0965
O	-0.161	-0.3175	-0.2715
O	0.1535	-0.4131	-0.2484
O	-0.2204	-0.0987	0.0219
O	-0.1981	-0.0166	0.0559
O	-0.1135	0.0575	-0.4003
O	-0.1601	0.1075	-0.0031
O	0.0025	0.4219	-0.3828
O	0.0998	-0.1342	-0.2472
O	0.2572	-0.3037	-0.4808
O	0.2391	0.2127	-0.2152
O	0.2409	-0.3331	-0.3872
O	-0.2887	0.2444	-0.2946
O	-0.0309	0.0778	-0.3588
O	-0.1292	-0.0024	-0.3073
O	-0.2951	0.1145	-0.4841
O	-0.1442	-0.1346	-0.1366
O	0.0098	0.1117	-0.427
O	-0.0088	0.2697	-0.2097
O	0.2558	-0.0718	-0.1665
O	0.1549	-0.2916	-0.1083
O	0.1953	-0.137	-0.3963
O	0.0432	0.0345	0.0853
O	-0.1536	-0.0481	-0.5453
O	0.2401	0.3222	-0.2434
O	-0.2211	-0.0279	0.1128
O	-0.1228	0.0617	0.0984
O	-0.1088	-0.0893	-0.5935
O	0.001	-0.1085	0.0622
O	0.3525	0.3545	-0.5737
O	0.0195	0.0532	-0.0649
O	0.1954	-0.3312	-0.182
O	-0.0439	0.2241	-0.5549
O	0.1569	-0.1506	-0.4173
O	-0.0122	0.0533	-0.0909
O	-0.0165	-0.0522	-0.0631
O	0.0228	-0.2139	-0.0184
O	-0.0316	-0.2274	-0.1288
O	-0.149	0.2353	0.0912
O	-0.1767	0.2865	-0.5115
O	-0.1315	0.2002	-0.0886
O	-0.2563	-0.1513	-0.1273
O	0.2246	-0.1345	-0.338
O	-0.0619	-0.1888	0.1234
O	-0.0692	-0.0352	-0.1905
O	0.0297	-0.0596	0.0142
O	-0.12	-0.0083	-0.2896
O	-0.3073	0.1972	0.0678
O	-0.1155	0.3103	-0.017
O	0.2195	-0.274	0.3252
O	-0.1463	0.0955	0.2215
O	-0.1538	-0.116	-0.3102
O	0.3172	-0.4611	-0.3842
O	-0.0155	0.1832	0.1234
O	-0.0205	0.0227	-0.3584
O	-0.1189	-0.0061	-0.0335
O	0.0505	0.251	-0.0991
O	0.2405	-0.1995	-0.526
O	-0.1935	-0.0699	-0.0642
O	0.0404	-0.0804	-0.1414
O	-0.0091	0.0312	-0.1091
O	0.2394	0.1447	-0.2591
O	0.0228	-0.1373	-0.3867
O	-0.1287	-0.0243	-0.2735
O	0.1147	0.129	-0.1241
O	-0.2066	0.0246	-0.2659
O	-0.134	-0.0705	-0.1262
O	0.2575	0.2229	0.0118
O	-0.0099	-0.2984	-0.1644
O	-0.0344	0.0724	0.1924
O	-0.0163	0.1233	-0.0923
O	-0.0219	-0.02	-0.1541
O	-0.0838	0.0362	0.1267
O	0.0375	-0.0302	-0.4017
O	-0.1603	0.2475	0.028
O	0.2022	0.4051	-0.1939
O	0.1301	-0.058	-0.155
O	-0.1806	0.1377	-0.0279
O	0.0368	0.0271	0.0428
O	-0.1151	-0.1539	-0.1504
O	-0.343	-0.1386	-0.2362
O	-0.0615	0.0958	0.0705
O	-0.1414	0.098	-0.015
O	0.1123	-0.3746	-0.0863
O	0.0891	-0.1876	0.0662
O	0.1285	-0.1342	-0.3937
O	-0.172	-0.1707	-0.0753
O	0.0401	-0.0036	-0.2097
O	0.0906	0.0456	0.1361
O	0.1899	0.3733	0.0163
O	0.16	-0.0582	-0.0621
O	0.2718	-0.3544	-0.1352
O	-0.0239	-0.1399	-0.2768
O	-0.115	0.2578	0.2239
O	0.1235	0.2372	0.0353
O	-0.1182	0.1645	-0.2361
O	0.0887	0.025	0.0844
O	-0.0121	0.1335	-0.0688
O	0.0318	-0.1078	-0.2179
O	0.3222	0.0865	-0.2104
O	-0.4102	0.0053	-0.2344
O	-0.0768	-0.1546	0.1686
O	0.0291	-0.0943	-0.2673
O	-0.1725	-0.1629	-0.1013
O	-0.1559	-0.1407	0.0163
O	-0.1972	0.0535	-0.3313
O	-0.3186	0.0143	-0.4356
O	0.1051	-0.0322	0.386
O	-0.1731	0.1407	0.0588
O	-0.1638	-0.1459	0.0989
O	0.0847	-0.1624	-0.0022
O	0.0091	-0.2778	-0.1342
O	-0.1739	-0.1175	0.3077
O	0.1336	0.2285	0.0354
O	-0.163	-0.3162	-0.0147
O	-0.1417	0.0179	0.1958
O	-0.26	-0.1477	0.1591
O	0.0268	-0.1711	0.1951
O	0.14	-0.196	-0.0122
O	0.1247	0.2081	-0.4369
O	0.0615	0.0983	0.2217
O	-0.0265	-0.2286	-0.0573
O	0.2535	-0.0021	0.3971
O	-0.1278	0.1312	-0.1136
O	0.1763	-0.1398	0.233
O	0.0651	-0.4064	-0.544
O	-0.0207	0.22	0.0611
O	-0.0197	0.1146	-0.1854
O	-0.2824	0.0782	0.1535
O	0.1323	-0.1087	-0.0317
O	-0.1664	0.3551	-0.1964
O	0.1761	0.0985	-0.1617
O	0.1582	-0.0475	-0.2436
O	-0.1538	-0.1361	-0.0375
O	-0.1646	-0.0165	-0.1886
O	-0.1031	0.2436	0.0476
O	0.0725	0.0591	-0.0582
O	-0.1199	-0.2302	-0.055
O	-0.1545	-0.0561	-0.081
O	-0.0828	0.1189	0.1115
O	-0.0297	-0.1248	-0.0931
O	0.1665	0.1921	0.2085
O	0.1184	-0.1213	0.0271
O	-0.0468	0.2479	-0.0192
O	0.0099	0.1503	-0.2253
O	-0.0358	0.3676	0.5019
O	0.1497	0.145	0.1383
O	-0.1689	0.1358	-0.5398
O	0.141	0.0892	0.0763
O	-0.1103	0.0854	-0.2407
O	0.1818	-0.1034	-0.1376
O	-0.2378	0.2566	0.1952
O	-0.2118	-0.1285	0.2094
O	-0.2385	0.0964	0.1279
O	0.1557	-0.1597	-0.1213
O	0.1987	-0.1064	-0.1393
O	-0.2173	-0.0208	0.117
O	-0.1534	0.1446	-0.1151
O	0.2292	-0.2403	-0.3091
O	0.2728	-0.3338	0.0934
O	0.1415	0.1269	-0.0139
O	0.0608	0.0975	0.0456
O	0.1108	-0.2684	-0.2078
O	0.0439	-0.0083	0.1239
O	0.1388	-0.1209	-0.0068
O	0.2845	-0.1417	0.0895
O	0.2128	-0.0662	0.1843
O	0.0214	-0.0317	-0.3483
O	0.1278	0.0545	-0.1488
O	-0.039	0.0139	0.1224
O	-0.071	0.1665	-0.1594
O	0.1028	0.0737	-0.2154
O	0.3675	-0.3452	-0.5227
O	0.1053	0.0189	-0.1392
O	-0.1311	0.1491	-0.0284
O	-0.0186	-0.1712	0.1819
O	0.2483	-0.1218	0.2454
O	0.0671	0.101	-0.2458
O	-0.0114	0.0329	0.035
O	0.075	-0.1226	-0.0506
O	0.1406	-0.0835	0.1481
O	-0.2617	-0.187	0.2939
O	0.2504	-0.0666	0.1169
O	0.1994	-0.0641	0.2653
O	-0.3733	0.0251	-0.0092
O	0.0825	-0.1824	0.0337
O	-0.0497	-0.1986	0.3603
O	0.0053	0.0316	0.01
O	0.1113	-0.1104	-0.0419
O	-0.0366	-0.1987	0.1487
O	-0.1975	-0.3545	-0.055
O	0.1785	-0.3017	0.386
O	-0.1112	0.0805	-0.2234
O	-0.071	-0.0842	-0.0035
O	0.1714	-0.1854	-0.0985
O	-0.1536	-0.0518	0.018
O	0.1019	-0.178	0.3747
O	0.004	-0.0097	0.2225
O	0.2373	-0.0396	-0.1217
O	-0.0196	-0.1285	-0.1231
O	0.0517	0.2419	-0.0746
O	-0.1226	-0.0932	-0.013
O	-0.3902	-0.1216	0.1098
O	0.2351	-0.1354	0.3334
O	0.0702	0.2145	0.0402
O	-0.3277	0.0069	0.367
O	-0.0486	-0.0752	0.2328
O	-0.2117	-0.2155	0.3031
O	0.1663	0.1165	0.2284
O	-0.1693	-0.0761	0.049
O	-0.0596	0.0396	0.2159
O	-0.1225	-0.1643	-0.2252
O	-0.075	-0.1894	-0.2931
O	0.2011	0.1432	-0.0852
O	-0.1104	-0.2536	0.4455
O	-0.0096	-0.1837	-0.0163
O	0.0492	0.0279	0.1831
O	-0.0466	-0.0104	-0.1085
O	0.0436	0.1491	0.1833
O	-0.0049	0.0497	-0.0699
O	0.0499	0.0942	-0.2674
O	-0.0603	0.0231	0.0415
O	0.0999	-0.0955	0.2801
O	0.0688	0.1019	-0.0237
O	0.3467	0.1051	-0.026
O	0.0629	-0.2472	0.4018
O	-0.0602	0.0092	0.3796
O	0.1022	-0.3114	0.3476
O	0.1184	0.0253	0.1339
O	0.113	0.198	-0.2501
O	0.0026	-0.1362	-0.0663
O	-0.0581	-0.111	0.0582
O	0.031	-0.003	-0.2192
O	0.0889	0.2245	0.1262
O	-0.3843	0.0313	0.0017
O	0.2398	-0.0011	0.0448
Si	-0.0084	0.0385	-0.0707
Si	0.0203	-0.0197	-0.0736
Si	0.006	0.0313	-0.0419
Si	0.0703	0.0057	-0.0624
Si	-0.0326	-0.0001	-0.0465
Si	-0.0538	-0.0412	-0.0052
Si	-0.048	0.0376	-0.0369
Si	0.0211	0.0402	0.0214
Si	0.0003	-0.0311	-0.0587
Si	0.0229	0.0271	-0.0382
Si	-0.0071	-0.0292	-0.0457
Si	-0.0326	-0.0452	-0.0271
Si	0.0044	-0.0206	-0.1223
Si	-0.0213	0.0187	0.0058
Si	0.0098	0.0187	-0.0447
Si	0.0423	-0.0308	0.0083
Si	0.0118	0.0235	-0.0196
Si	-0.0032	-0.0345	0.0164
Si	0.0208	-0.0248	-0.0348
Si	-0.0397	-0.0115	-0.0237
Si	0.017	0.0927	-0.0335
Si	0.0181	-0.0124	-0.0264
Si	-0.0228	0.0455	-0.0349
Si	-0.0164	0.0419	-0.0898
Si	-0.0932	-0.0308	0.0216
Si	0.0206	-0.0452	0.0137
Si	-0.0253	0.0303	0.0366
Si	0.0334	0.0582	-0.0339
Si	0.0454	0.026	-0.0037
Si	0.0223	0.0722	-0.0406
Si	-0.0155	-0.0156	-0.0278
Si	0.0894	-0.0351	-0.0087
Si	-0.0162	0.0293	0.0245
Si	-0.0015	-0.0096	-0.0194
Si	-0.0313	-0.0187	-0.0158
Si	0.0413	0.0001	-0.0755
Si	-0.0131	0.0046	-0.0187
Si	-0.0058	0.016	-0.003
Si	0.0046	-0.0441	0.0119
Si	-0.0017	-0.0013	-0.0356
Si	0.0405	-0.0071	0.019
Si	-0.0142	0.038	-0.0237
Si	0.0197	-0.012	-0.0491
Si	-0.0502	-0.0212	-0.002
Si	0.0181	-0.0407	-0.0087
Si	-0.0276	-0.0218	0.004
Si	0.0055	0.024	-0.0019
Si	0.0156	-0.012	0.0184
Si	0.0441	-0.0058	0.0182
Si	0.0544	-0.0545	0.0055
Si	0.0473	-0.0172	-0.0018
Si	0.0267	-0.0402	-0.0154
Si	-0.0069	0.0351	-0.0384
Si	0.0209	-0.0034	-0.0266
Si	0.0141	0.0236	0.0069
Si	0.0171	-0.0491	0.0045
Si	0.0225	-0.0245	-0.0178
Si	-0.0236	0.0198	0.0062
Si	0.0087	-0.0103	-0.0015
Si	0.0508	-0.0505	-0.0143
Si	0.0154	0.0409	-0.0179
Si	-0.0424	-0.0067	-0.0355
Si	-0.0248	-0.0355	-0.0232
Si	-0.0202	-0.0043	0.0347
Si	-0.0297	-0.0117	-0.0181
Si	0.0124	-0.044	-0.0199
Si	-0.0167	0.0103	0.0022
Si	-0.0017	0	0.0032
Si	0.0086	-0.0284	-0.0272
Si	0.0136	-0.0301	0.0029
Si	-0.0445	0.0119	-0.0092
Si	-0.0167	-0.0166	-0.0178
Si	0.0086	0.0164	-0.0025
Si	0.0136	0.0248	-0.0038
Si	-0.0171	0.0306	-0.0124
Si	0.0091	0.0192	-0.0015
Si	-0.0072	0.019	-0.0008
Si	-0.0236	-0.0014	0.0014
Si	-0.0197	-0.0077	-0.0013
Si	0.0094	-0.0018	0.0248
Si	0.0115	0.0503	0.0064
Si	0.0141	0.0091	0.0165
Si	-0.0067	-0.0008	0.0072
Si	0.0132	0.0287	0.0074
Si	0.0127	0.0079	-0.0115
Si	-0.0355	0.0114	-0.0092
Si	-0.0056	-0.0078	0.0041
Si	-0.0125	0.0302	0.0002
Si	-0.0146	-0.0326	0.0151
Si	0.0419	0.0555	0.0129
Si	0.0221	-0.0048	0.0119
Si	-0.0284	-0.0148	-0.0012
Si	-0.0255	-0.0195	0.0024
Si	0.0026	0.014	-0.0091
Si	-0.0263	0.003	-0.0072
Si	0.0263	0.0117	0.0136
Si	-0.0485	0.0023	0.0103
Si	-0.007	0.0046	-0.001
Si	-0.0232	0.0226	0.0123
Si	-0.0162	0.0152	0.0086
Si	0.0255	0.0472	0.0121
Si	0.0004	0.0116	-0.0057
Si	-0.0013	0.0148	0.0009
Si	0.0114	0.0122	-0.0126
Si	-0.0214	-0.0282	-0.0106
Si	0.0164	0.025	0.0032
Si	-0.0026	0.0206	0.0064
Si	0.002	-0.0159	-0.0074
Si	-0.0109	0.001	-0.0079
Si	0.0006	-0.0063	0.0075
Si	0.0241	-0.0204	-0.0033
Si	0.0214	-0.016	0.002
Si	0.0117	-0.0238	-0.0014
Si	0.0071	0.0093	0.0059
Si	0.0185	-0.0194	-0.0052
Si	-0.0265	0.0061	0.0006
Si	0.0073	-0.0383	0.0037
Si	-0.01	-0.0025	0.0075
Si	-0.0074	-0.0018	-0.0022
Si	-0.0091	-0.0001	0.004
Si	0.0242	-0.0107	0.0053
Si	0.0273	0.0106	0.0095
Si	0.0014	-0.0067	-0.0145
Si	0.022	-0.0216	0.0086
Si	0.0083	0.0031	0.0041
Si	-0.0081	-0.0228	0.0035
Si	-0.012	-0.0141	-0.006
Si	0.0106	-0.0119	0.0122
Si	0.0034	-0.005	-0.0061
Si	0.0035	-0.0142	0.0045
Si	0.0369	-0.0202	0.0029
Si	0.0007	-0.0134	0.0064
Si	0.02	-0.0265	-0.0002
Si	-0.0124	0.001	-0.0001
Si	-0.0138	-0.0014	-0.0007
Si	-0.0006	-0.0186	0.0042
Si	-0.0142	-0.0134	-0.001
Si	-0.0113	-0.0002	0.0019
Si	-0.0081	-0.0192	0.0055
Si	0.0129	-0.0183	0.0026
Si	-0.0045	0.0065	-0.0038
Si	-0.0075	-0.0387	0.0108
Si	-0.0049	-0.0096	-0.0038
Si	0.0074	0.0013	0.0046
Si	0.0053	0.007	-0.0069
Si	0.0108	0.0148	-0.0074
Si	-0.0134	0.0136	-0.0023
Si	-0.0162	0.0125	-0.0013
Si	-0.0077	0.0134	-0.0007
Si	-0.0075	0.0122	0.0056
Si	-0.0068	0	0.0005
Si	0.0086	-0.0063	0.0078
Si	-0.002	0.0214	0.0002
Si	-0.0016	0.0064	0.0047
Si	0.0002	0.0159	-0.0019
Si	0.0057	0.0148	-0.0017
Si	-0.0078	0.0232	-0.0042
Si	-0.0188	-0.0007	0.0042
Si	-0.0014	0.0258	-0.0007
Si	0.0049	0.0123	0.0038
Si	-0.0069	0.0181	-0.0003
Si	0.0003	0.0189	0.0022
Si	-0.0005	0.0009	0.0042
Si	-0.003	-0.0021	0.0021
Si	0.0026	0.0057	0.0032
Si	0.0069	0.0013	0.002
Si	-0.0144	0.0089	-0.0032
Si	-0.0054	0.0138	0.0013
Si	-0.0171	0.0118	0.0027
Si	-0.0111	0.0217	0.0007
Si	-0.0276	0.0142	0.0047
Si	-0.0092	0.0196	-0.0008
Si	0.005	0.0206	0.0083
Si	0.0058	0.0062	0.0046
Si	-0.0009	0.0184	0.0034
Si	0.0029	0.0155	0.0001
Si	0.0016	0.0012	0.0065
Si	0.0111	0.0093	-0.0014
Si	-0.009	-0.0026	0.0041
Si	-0.0057	0.0034	-0.0004
Si	-0.0079	-0.0007	-0.0015
Si	0.0027	-0.0147	-0.0037
Si	0.0071	-0.0105	-0.003
Si	0.0181	-0.0159	-0.0005
Si	0.0078	-0.0075	-0.0046
Si	-0.006	-0.0174	-0.0014
Si	0.0031	-0.0095	-0.0015
Si	-0.0016	-0.0095	-0.0043
Si	0.009	-0.0221	0.0049
Si	0.0043	-0.0099	0.0036
Si	0	0.0016	-0.0036
Si	0.0021	-0.0096	-0.0036
Si	0.0181	-0.0023	-0.0009
Si	0.0197	-0.0086	0.002
Si	0.0026	-0.0186	0.0004
Si	0	-0.0045	0.0043
Si	0.0087	-0.0118	0.0032
Si	0.0022	-0.0136	0.0016
Si	-0.0044	-0.0122	-0.0003
Si	-0.0024	-0.0135	0.0019
Si	-0.0061	-0.0115	0.0011
Si	-0.0021	-0.0103	0.0023
Si	0.0101	-0.0159	0.0008
Si	0.0105	-0.0091	0.0013
Si	0.003	-0.0045	-0.0017
Si	0.0044	-0.0109	0.0004
Si	0.0108	-0.0128	0.0005
Si	0.0032	-0.0071	-0.0019
Si	-0.0042	-0.0019	-0.002
Si	0.0076	-0.0038	0.0009
Si	0.0023	-0.0162	0.0046
Si	0.0019	-0.0261	0.0036
Si	-0.0081	-0.0188	0.0015
Si	0.0007	-0.0138	-0.0019
Si	0.0028	-0.0013	0.0001
Si	-0.0014	-0.0021	-0.002
Si	-0.0066	0.0193	-0.0097
Si	0.0007	0.0148	-0.0001
Si	-0.0047	0.0114	0.0006
Si	0.0018	0.0122	-0.0008
Si	0.0017	0.0077	0.004
Si	-0.0103	0.0185	-0.003
Si	0.008	0.001	-0.0053
Si	0.0009	0.0052	0.002
Si	-0.0108	0.0103	0.0003
Si	0.0038	0.0093	-0.0032
Si	0.0104	0.0089	-0.0042
Si	-0.0054	0.0116	0.0003
Si	-0.0125	0.0064	-0.0022
Si	-0.0037	0.0188	0.0027
Si	-0.0072	0.0143	0.0002
Si	-0.0071	0.0222	0.005
Si	-0.0079	0.0242	-0.0029
Si	-0.0065	0.0168	0.0038
Si	-0.0176	-0.0006	0.0013
Si	-0.0049	0.012	0.001
Si	-0.01	0.0034	-0.0037
Si	0.0012	0.0002	0.0028
Si	-0.0115	0.0201	-0.0035
Si	-0.0051	0.019	-0.0038
Si	-0.0083	0.0086	0.003
Si	-0.0027	0.0051	-0.0092
Si	-0.0046	0.0072	0.0072
Si	-0.0045	0.0108	-0.0038
Si	-0.0042	0.0098	0.0001
Si	-0.0095	0.0185	0.0075
Si	-0.0048	0.0076	0.0038
Si	-0.0001	0.0064	-0.0003
Si	0.0081	0.0109	0.0067
Si	0.0109	0.0023	0.0027
Si	-0.0149	0.0129	-0.0017
Si	0.0117	0.0082	0.0041
Si	-0.0051	-0.0231	-0.0074
Si	0.0128	0.012	-0.01
Si	0.0084	-0.0095	-0.0017
Si	0.0046	-0.0143	-0.0073
Si	-0.0026	-0.0165	-0.003
Si	-0.0024	-0.0042	-0.0005
Si	0.0053	-0.021	-0.0038
Si	0.0173	-0.01	-0.0106
Si	0.0113	-0.0118	-0.007
Si	0.0089	-0.0173	-0.0002
Si	-0.0116	-0.0106	-0.0044
Si	0.0019	0.0097	-0.0014
Si	0.002	-0.0177	-0.0045
Si	0.0003	-0.0046	-0.0004
Si	-0.0027	-0.0127	0.0059
Si	0.0041	-0.0229	0.0036
Si	-0.0038	-0.0179	-0.0041
Si	0.0106	0.0013	0.0013
Si	0.0001	-0.0102	0.0024
Si	-0.0045	-0.0206	-0.0009
Si	0.0025	0.0013	0.0119
Si	-0.0165	-0.0284	0.0056
Si	0.0014	-0.0175	-0.0074
Si	0.0047	-0.0194	-0.0029
Si	0.0091	-0.006	0.0018
Si	0.0076	-0.0096	-0.003
Si	0.0145	-0.0017	0.0003
Si	0.0007	-0.0089	-0.0023
Si	0.0057	-0.0095	-0.0032
Si	0.0146	-0.0134	0.0039
Si	0.0024	-0.0192	0.0062
Si	0.0127	-0.0102	0.001
Si	-0.0079	-0.0169	0.0044
Si	0.0082	-0.0139	-0.0002
Si	0.0061	0.0073	-0.0031
Si	-0.0046	0.0094	-0.0006
